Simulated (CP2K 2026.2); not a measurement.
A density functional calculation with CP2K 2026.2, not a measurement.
Periodic cell of 2136 atoms, Si1432O704, from a study of silicon, its oxide and their interface. The atomic structure is a simulated model.
Doubt: the forces sum to 2.46 eV/angstrom along one axis rather than to zero, so they err by at least 0.0012 eV/angstrom per atom on average; the grid cutoff is modest.

Settings
functional: PBE
method: Gaussian and plane waves
basis set: DZVP-MOLOPT-SR-GTH
pseudopotentials: GTH-PBE
grid cutoff: 300 Ry, relative cutoff 40 Ry
k points: Gamma only
occupations: fixed
spin: none
net charge: 0

Cell vectors (angstrom)
a 32.664 0 0
b 0 32.664 0
c 0.1883 -0.003 35.0967

Atoms: element, x, y, z (angstrom)
Si -0.006 0.321 0.369
Si 3.224 2.744 0.408
Si -0.188 5.53 -0.019
Si 3.077 7.853 0.152
Si -0.072 11.001 -0.104
Si 2.457 13.818 -0.005
Si 0.359 16.188 -0.065
Si 2.988 18.544 0.051
Si -0.383 22.065 0.303
Si 2.698 23.889 -0.148
Si -0.145 26.944 0.23
Si 2.902 29.782 0.129
Si 5.172 0.387 0.044
Si 8.364 2.421 -0.037
Si 5.378 5.771 0.426
Si 8.344 8.094 0.621
Si 5.918 10.08 -0.149
Si 7.354 14.127 -0.361
Si 5.286 16.439 0.267
Si 8.478 18.969 0.213
Si 5.179 21.915 -0.026
Si 7.97 24.764 -0.189
Si 5.124 27.544 0.324
Si 8.161 29.874 -0.182
Si 10.638 0.219 0.083
Si 14.246 2.229 0.039
Si 10.532 6.027 -0.078
Si 13.172 8.504 0.114
Si 11.118 10.893 -0.052
Si 13.762 13.354 0.016
Si 10.44 16.642 0.013
Si 13.389 19.392 -0.145
Si 11.16 21.613 -0.257
Si 13.665 24.647 0.299
Si 10.494 27.75 -0.215
Si 13.774 30.129 -0.285
Si 16.372 -0.009 0.563
Si 19.062 2.681 0.474
Si 16.771 4.714 -0.051
Si 19.542 7.495 -0.091
Si 15.955 11.139 0.04
Si 18.334 13.637 -0.438
Si 16.569 16.201 -0.043
Si 19.265 18.971 0.264
Si 17.092 21.214 -0.355
Si 18.992 24.776 -0.001
Si 16.528 26.814 0.08
Si 18.457 30.478 0.056
Si 21.355 0.68 -0.07
Si 23.99 3.328 0.123
Si 21.736 5.375 0.657
Si 23.916 8.261 -0.003
Si 21.811 10.589 0.05
Si 24.58 13.346 0.286
Si 21.517 16.824 -0.071
Si 24.039 19.344 0.07
Si 21.965 21.662 0.141
Si 25.11 24.274 0.11
Si 21.932 27.523 -0.002
Si 24.775 29.625 0.17
Si 27.705 -0.044 0.216
Si 30.256 2.422 0.47
Si 26.972 5.099 -0.025
Si 30.227 7.745 -0.143
Si 26.823 11.076 0.016
Si 30.448 13.317 -0.046
Si 26.833 16.038 -0.167
Si 30.322 19.231 -0.389
Si 26.906 21.688 0.201
Si 30.014 24.18 0.442
Si 27.138 27.447 0.437
Si 29.991 30.449 0.095
Si 1.563 1.532 1.556
Si 4.341 4.17 1.773
Si 1.404 6.697 1.306
Si 4.225 9.419 1.4
Si 1.414 12.174 1.309
Si 3.992 14.913 1.44
Si 1.427 17.585 1.488
Si 4.058 20.306 1.265
Si 1.299 23.07 1.539
Si 3.901 25.684 1.127
Si 1.152 28.615 1.313
Si 4.037 31.456 1.363
Si 6.829 1.375 1.411
Si 9.562 4.143 1.112
Si 6.883 6.805 1.826
Si 9.699 9.708 1.477
Si 6.676 12.206 0.969
Si 9.209 15.005 1.125
Si 6.796 17.799 1.409
Si 9.716 20.523 1.364
Si 6.774 23.195 1.175
Si 9.467 26.03 1.152
Si 6.828 28.687 1.408
Si 9.378 31.339 1.301
Si 12.356 1.334 1.23
Si 15.099 3.922 1.429
Si 12.12 6.906 1.451
Si 14.905 9.496 1.298
Si 12.207 12.329 1.405
Si 14.955 15.01 1.22
Si 12.194 17.777 1.188
Si 15.159 20.421 1.041
Si 12.295 23.058 1.255
Si 15.055 25.888 1.635
Si 12.171 28.846 1.095
Si 14.978 31.124 1.554
Si 17.72 1.364 1.805
Si 20.353 4.012 1.833
Si 17.707 6.6 1.118
Si 20.3 9.344 1.296
Si 17.524 12.278 1.326
Si 20.313 14.884 0.831
Si 17.753 17.615 1.395
Si 20.526 20.445 1.543
Si 17.843 23.033 1.131
Si 20.556 25.999 1.242
Si 17.584 28.631 1.273
Si 20.336 31.483 1.164
Si 23.026 1.543 1.339
Si 25.637 4.164 1.599
Si 23.079 6.887 1.713
Si 25.722 9.364 1.199
Si 22.968 12.132 1.391
Si 25.774 14.904 1.538
Si 22.99 17.776 1.481
Si 25.678 20.279 1.487
Si 23.241 23.273 1.271
Si 26.006 25.802 1.655
Si 23.156 28.694 1.572
Si 25.91 31.438 1.218
Si 28.648 1.377 1.782
Si 31.342 4.163 1.498
Si 28.51 6.644 1.106
Si 31.349 9.407 1.167
Si 28.649 12.179 1.116
Si 31.413 14.986 1.265
Si 28.574 17.624 0.825
Si 31.202 20.389 1.452
Si 28.5 22.869 1.551
Si 31.261 25.71 1.7
Si 28.843 28.717 1.357
Si 31.437 31.413 1.621
Si 0.082 2.821 2.855
Si 2.774 0.049 2.876
Si 0.046 8.127 2.63
Si 2.727 5.461 2.851
Si 0.064 13.592 2.678
Si 2.81 10.844 2.654
Si -0.003 19.011 2.691
Si 2.704 16.241 2.876
Si 0.052 24.436 2.962
Si 2.706 21.632 2.718
Si 0.019 29.925 2.871
Si 2.618 27.159 2.585
Si 5.638 2.703 2.957
Si 8.119 -0.012 2.765
Si 5.474 8.216 2.981
Si 8.291 5.297 2.823
Si 5.414 13.474 2.611
Si 8.133 11.05 2.591
Si 5.428 19.108 2.748
Si 8.086 16.333 2.708
Si 5.359 24.472 2.585
Si 8.177 21.854 2.571
Si 5.423 30.052 2.721
Si 8.159 27.251 2.694
Si 10.972 2.792 2.546
Si 13.545 -0.07 2.731
Si 10.905 8.259 2.9
Si 13.617 5.426 2.603
Si 10.717 13.725 2.558
Si 13.564 10.882 2.721
Si 10.986 19.101 2.719
Si 13.554 16.379 2.544
Si 10.858 24.55 2.491
Si 13.764 21.735 2.558
Si 10.82 30.011 2.643
Si 13.532 27.389 2.612
Si 16.296 2.72 3.013
Si 19.155 -0.048 2.895
Si 16.346 8.072 2.52
Si 18.906 5.473 2.863
Si 16.256 13.679 2.704
Si 18.955 10.842 2.563
Si 16.323 19.04 2.598
Si 19.122 16.168 2.574
Si 16.459 24.357 2.678
Si 19.077 21.814 2.725
Si 16.327 29.805 2.87
Si 19.103 27.323 2.592
Si 21.824 2.696 2.998
Si 24.478 0.099 2.596
Si 21.633 8.23 2.901
Si 24.469 5.551 3.007
Si 21.611 13.65 2.503
Si 24.423 10.764 2.669
Si 21.781 19.086 2.937
Si 24.406 16.355 2.734
Si 21.841 24.589 2.649
Si 24.445 21.816 2.767
Si 21.691 30.123 2.662
Si 24.507 27.208 2.843
Si 27.113 2.777 2.849
Si 30.046 0.027 3.031
Si 27.199 8.077 2.541
Si 29.851 5.471 2.71
Si 27.3 13.508 2.642
Si 29.957 10.795 2.541
Si 27.265 18.899 2.527
Si 29.877 16.325 2.459
Si 27.311 24.388 2.924
Si 29.904 21.642 2.913
Si 27.295 30.032 2.67
Si 29.985 27.277 2.849
Si 1.401 4.135 4.24
Si 4.164 1.37 4.223
Si 1.4 9.497 4.013
Si 4.064 6.834 4.221
Si 1.34 14.887 4.167
Si 4.099 12.206 4.075
Si 1.339 20.338 4.106
Si 4.103 17.681 4.104
Si 1.407 25.885 4.17
Si 4.082 23.08 4.016
Si 1.405 31.309 4.181
Si 4.039 28.557 3.971
Si 6.955 4.054 4.281
Si 9.576 1.407 3.989
Si 6.875 9.666 4.117
Si 9.547 6.802 4.148
Si 6.754 14.911 4.02
Si 9.479 12.342 4.022
Si 6.837 20.487 4.014
Si 9.535 17.712 4.009
Si 6.742 25.849 3.979
Si 9.524 23.212 3.944
Si 6.778 31.324 4.155
Si 9.53 28.593 4.041
Si 12.263 4.1 4.029
Si 14.883 1.282 4.167
Si 12.29 9.578 4.193
Si 14.972 6.793 3.987
Si 12.169 15.035 3.929
Si 14.921 12.272 4.046
Si 12.38 20.435 4.019
Si 14.938 17.699 3.962
Si 12.212 25.902 3.917
Si 15.016 23.096 4.024
Si 12.166 31.301 4.095
Si 14.886 28.541 4.152
Si 17.634 4.123 4.281
Si 20.452 1.322 4.281
Si 17.621 9.493 3.965
Si 20.299 6.821 4.195
Si 17.704 14.96 4.027
Si 20.328 12.248 3.931
Si 17.672 20.403 4.007
Si 20.372 17.594 4.053
Si 17.781 25.851 3.969
Si 20.463 23.198 4.027
Si 17.706 31.246 4.151
Si 20.397 28.668 4.034
Si 23.124 4.13 4.291
Si 25.79 1.364 4.132
Si 23.088 9.552 4.158
Si 25.937 6.885 4.169
Si 23.019 14.929 3.975
Si 25.855 12.162 3.968
Si 23.157 20.465 4.194
Si 25.887 17.651 4.016
Si 23.128 25.865 4.145
Si 25.843 23.084 4.18
Si 23.132 31.403 4.024
Si 25.931 28.635 4.064
Si 28.55 4.125 4.14
Si 31.413 1.446 4.244
Si 28.565 9.477 3.93
Si 31.286 6.833 4.029
Si 28.612 14.948 3.954
Si 31.301 12.2 3.953
Si 28.503 20.239 4.098
Si 31.241 17.621 3.96
Si 28.631 25.868 4.181
Si 31.302 23.049 4.205
Si 28.592 31.292 4.197
Si 31.337 28.58 4.233
Si 0.068 0.021 5.552
Si 2.777 2.745 5.545
Si -0.027 5.509 5.48
Si 2.703 8.21 5.511
Si 0.015 10.876 5.358
Si 2.749 13.559 5.467
Si -0.062 16.297 5.404
Si 2.718 19.01 5.459
Si 0.02 21.697 5.506
Si 2.766 24.458 5.439
Si 0.043 27.207 5.546
Si 2.765 29.904 5.468
Si 5.481 -0.004 5.572
Si 8.291 2.673 5.547
Si 5.488 5.454 5.51
Si 8.179 8.21 5.459
Si 5.472 10.935 5.495
Si 8.15 13.651 5.44
Si 5.454 16.298 5.427
Si 8.175 19.078 5.366
Si 5.462 21.786 5.413
Si 8.14 24.512 5.353
Si 5.418 27.22 5.372
Si 8.165 29.931 5.439
Si 10.85 0.03 5.437
Si 13.548 2.717 5.463
Si 10.941 5.454 5.466
Si 13.661 8.16 5.444
Si 10.853 10.965 5.422
Si 13.528 13.652 5.345
Si 10.883 16.364 5.39
Si 13.648 19.047 5.41
Si 10.918 21.815 5.299
Si 13.596 24.512 5.298
Si 10.877 27.207 5.38
Si 13.553 29.953 5.46
Si 16.309 -0.041 5.48
Si 19.043 2.731 5.545
Si 16.245 5.5 5.521
Si 18.952 8.221 5.47
Si 16.291 10.876 5.371
Si 19.014 13.567 5.385
Si 16.317 16.348 5.341
Si 19.009 19.006 5.372
Si 16.338 21.74 5.413
Si 19.103 24.537 5.406
Si 16.327 27.14 5.379
Si 19.05 29.91 5.502
Si 21.835 -0.016 5.559
Si 24.501 2.731 5.558
Si 21.697 5.479 5.55
Si 24.492 8.204 5.483
Si 21.711 10.964 5.401
Si 24.462 13.569 5.301
Si 21.745 16.276 5.418
Si 24.559 19.037 5.428
Si 21.751 21.816 5.462
Si 24.483 24.484 5.49
Si 21.753 27.275 5.416
Si 24.509 29.995 5.379
Si 27.199 0.02 5.481
Si 29.951 2.784 5.503
Si 27.25 5.494 5.525
Si 29.936 8.194 5.388
Si 27.216 10.835 5.353
Si 29.961 13.584 5.34
Si 27.229 16.266 5.363
Si 29.932 18.943 5.423
Si 27.207 21.677 5.467
Si 29.985 24.485 5.52
Si 27.233 27.241 5.472
Si 29.951 29.936 5.55
Si 1.424 1.375 6.902
Si 4.132 4.108 6.885
Si 1.336 6.854 6.852
Si 4.1 9.561 6.839
Si 1.363 12.207 6.79
Si 4.093 14.959 6.812
Si 1.328 17.648 6.783
Si 4.096 20.404 6.777
Si 1.396 23.104 6.813
Si 4.112 25.843 6.792
Si 1.401 28.584 6.872
Si 4.104 31.269 6.867
Si 6.86 1.358 6.892
Si 9.594 4.101 6.867
Si 6.818 6.858 6.843
Si 9.545 9.566 6.812
Si 6.822 12.299 6.844
Si 9.532 15.008 6.783
Si 6.83 17.695 6.755
Si 9.56 20.439 6.703
Si 6.817 23.148 6.766
Si 9.498 25.86 6.741
Si 6.79 28.558 6.778
Si 9.503 31.308 6.806
Si 12.199 1.368 6.835
Si 14.901 4.09 6.838
Si 12.284 6.819 6.822
Si 14.976 9.544 6.806
Si 12.218 12.309 6.783
Si 14.939 14.984 6.705
Si 12.256 17.703 6.762
Si 14.987 20.398 6.792
Si 12.244 23.159 6.703
Si 14.957 25.807 6.738
Si 12.213 28.556 6.786
Si 14.93 31.287 6.83
Si 17.652 1.353 6.843
Si 20.376 4.101 6.907
Si 17.622 6.859 6.857
Si 20.369 9.579 6.776
Si 17.66 12.221 6.752
Si 20.383 14.922 6.764
Si 17.65 17.682 6.759
Si 20.383 20.381 6.742
Si 17.714 23.131 6.736
Si 20.418 25.894 6.795
Si 17.651 28.528 6.783
Si 20.424 31.278 6.848
Si 23.149 1.374 6.912
Si 25.885 4.11 6.862
Si 23.124 6.837 6.84
Si 25.865 9.557 6.811
Si 23.117 12.273 6.752
Si 25.831 14.921 6.7
Si 23.145 17.654 6.737
Si 25.867 20.362 6.851
Si 23.122 23.134 6.838
Si 25.862 25.866 6.806
Si 23.15 28.618 6.758
Si 25.844 31.318 6.819
Si 28.581 1.39 6.825
Si 31.308 4.14 6.858
Si 28.625 6.856 6.835
Si 31.308 9.551 6.755
Si 28.574 12.234 6.707
Si 31.284 14.924 6.774
Si 28.573 17.602 6.78
Si 31.288 20.331 6.803
Si 28.583 23.087 6.798
Si 31.347 25.831 6.88
Si 28.596 28.56 6.87
Si 31.331 31.318 6.87
Si 0.004 2.759 13.637
Si 2.72 0.034 13.617
Si -0.002 8.212 13.642
Si 2.71 5.47 13.675
Si 0.002 13.657 13.621
Si 2.718 10.907 13.626
Si 0.012 19.022 13.654
Si 2.706 16.347 13.629
Si -0.004 24.452 13.62
Si 2.739 21.707 13.636
Si -0.02 29.944 13.603
Si 2.741 27.181 13.662
Si 5.425 2.764 13.639
Si 8.172 -0.011 13.671
Si 5.432 8.201 13.674
Si 8.121 5.484 13.646
Si 5.424 13.624 13.643
Si 8.158 10.914 13.648
Si 5.465 19.084 13.66
Si 8.172 16.366 13.604
Si 5.467 24.436 13.653
Si 8.191 21.775 13.639
Si 5.466 29.921 13.654
Si 8.19 27.152 13.614
Si 10.841 2.714 13.649
Si 13.556 -0.019 13.579
Si 10.877 8.187 13.659
Si 13.568 5.461 13.655
Si 10.928 13.617 13.635
Si 13.653 10.908 13.651
Si 10.89 19.063 13.571
Si 13.684 16.317 13.624
Si 10.895 24.455 13.659
Si 13.585 21.753 13.555
Si 10.895 29.908 13.651
Si 13.558 27.189 13.643
Si 16.273 2.714 13.61
Si 19.002 -0.02 13.555
Si 16.329 8.238 13.647
Si 19.05 5.461 13.562
Si 16.392 13.588 13.654
Si 19.069 10.921 13.686
Si 16.329 19.007 13.553
Si 19.086 16.259 13.601
Si 16.311 24.509 13.524
Si 19.062 21.757 13.515
Si 16.273 29.885 13.558
Si 19.056 27.214 13.492
Si 21.78 2.732 13.544
Si 24.54 0.002 13.595
Si 21.773 8.171 13.596
Si 24.525 5.488 13.58
Si 21.753 13.599 13.66
Si 24.49 10.908 13.589
Si 21.802 18.986 13.544
Si 24.45 16.329 13.598
Si 21.801 24.491 13.514
Si 24.531 21.741 13.562
Si 21.781 29.956 13.53
Si 24.512 27.219 13.526
Si 27.234 2.737 13.604
Si 29.977 0.018 13.635
Si 27.219 8.225 13.608
Si 29.969 5.462 13.601
Si 27.243 13.65 13.579
Si 29.961 10.926 13.617
Si 27.214 19.052 13.593
Si 29.934 16.355 13.631
Si 27.243 24.465 13.541
Si 29.941 21.764 13.59
Si 27.247 29.93 13.62
Si 29.909 27.214 13.594
Si 1.331 4.11 15.04
Si 4.064 1.406 14.99
Si 1.368 9.564 15.009
Si 4.048 6.851 15.045
Si 1.34 15.012 15.019
Si 4.041 12.268 15.012
Si 1.383 20.362 15.034
Si 4.049 17.729 14.98
Si 1.356 25.798 14.988
Si 4.102 23.049 15.005
Si 1.329 31.339 14.935
Si 4.108 28.561 15.012
Si 6.747 4.144 15.019
Si 9.513 1.35 15.059
Si 6.779 9.584 15.039
Si 9.473 6.841 15.011
Si 6.81 15.002 14.958
Si 9.551 12.255 14.994
Si 6.844 20.449 15.041
Si 9.529 17.743 14.954
Si 6.868 25.778 14.994
Si 9.562 23.079 15.057
Si 6.838 31.265 15.034
Si 9.55 28.495 14.98
Si 12.175 4.09 15.008
Si 14.853 1.365 14.945
Si 12.275 9.548 14.992
Si 14.937 6.872 14.966
Si 12.347 14.938 14.984
Si 15.073 12.209 15.038
Si 12.241 20.399 14.946
Si 15.053 17.66 15.015
Si 12.229 25.813 15.057
Si 14.943 23.147 14.858
Si 12.238 31.314 15.003
Si 14.901 28.583 14.989
Si 17.693 4.086 14.891
Si 20.39 1.362 14.858
Si 17.709 9.567 15.061
Si 20.401 6.806 14.942
Si 17.786 14.9 15.037
Si 20.442 12.24 15.111
Si 17.712 20.374 14.85
Si 20.482 17.601 14.926
Si 17.691 25.883 14.847
Si 20.422 23.145 14.843
Si 17.642 31.238 14.886
Si 20.407 28.584 14.839
Si 23.166 4.09 14.885
Si 25.9 1.361 14.975
Si 23.138 9.526 14.946
Si 25.862 6.862 14.967
Si 23.098 14.991 15.01
Si 25.872 12.294 14.898
Si 23.179 20.331 14.884
Si 25.799 17.72 14.927
Si 23.176 25.849 14.869
Si 25.911 23.11 14.914
Si 23.172 31.27 14.902
Si 25.842 28.555 14.93
Si 28.604 4.099 14.946
Si 31.319 1.401 15.01
Si 28.607 9.564 14.973
Si 31.301 6.83 14.977
Si 28.56 15.016 14.991
Si 31.308 12.309 14.975
Si 28.587 20.418 14.957
Si 31.282 17.703 15.033
Si 28.552 25.825 14.94
Si 31.293 23.093 14.987
Si 28.632 31.293 14.978
Si 31.23 28.616 14.951
Si -0.017 -0.008 16.363
Si 2.65 2.696 16.395
Si -0.008 5.526 16.392
Si 2.681 8.202 16.431
Si 0.022 10.966 16.327
Si 2.685 13.635 16.377
Si -0.026 16.349 16.417
Si 2.723 19.017 16.464
Si -0.011 21.718 16.353
Si 2.701 24.373 16.334
Si -0.088 27.206 16.218
Si 2.694 29.994 16.264
Si 5.466 0.049 16.3
Si 8.144 2.8 16.34
Si 5.36 5.472 16.424
Si 8.136 8.213 16.392
Si 5.375 10.919 16.41
Si 8.172 13.633 16.306
Si 5.44 16.387 16.279
Si 8.246 19.128 16.401
Si 5.452 21.744 16.461
Si 8.172 24.401 16.434
Si 5.525 27.167 16.312
Si 8.257 29.867 16.358
Si 10.886 -0.037 16.433
Si 13.469 2.679 16.377
Si 10.831 5.482 16.366
Si 13.616 8.222 16.399
Si 10.92 10.883 16.359
Si 13.729 13.562 16.375
Si 10.936 16.354 16.205
Si 13.619 19.058 16.279
Si 10.939 21.706 16.428
Si 13.647 24.428 16.358
Si 10.803 27.128 16.444
Si 13.544 29.953 16.405
Si 16.217 -0.075 16.173
Si 19.041 2.708 16.235
Si 16.339 5.475 16.201
Si 19.06 8.141 16.355
Si 16.427 10.927 16.536
Si 19.12 13.607 16.553
Si 16.482 16.293 16.381
Si 19.09 18.983 16.159
Si 16.357 21.803 16.114
Si 19.075 24.548 16.178
Si 16.337 27.206 16.242
Si 19.028 29.879 16.231
Si 21.778 -0.006 16.154
Si 24.533 2.773 16.275
Si 21.788 5.419 16.226
Si 24.479 8.207 16.339
Si 21.813 10.791 16.408
Si 24.529 13.632 16.271
Si 21.759 16.311 16.475
Si 24.465 19.008 16.386
Si 21.81 21.742 16.108
Si 24.578 24.524 16.22
Si 21.815 27.26 16.154
Si 24.498 29.903 16.316
Si 27.282 -0.022 16.323
Si 29.929 2.755 16.355
Si 27.295 5.525 16.266
Si 29.928 8.154 16.342
Si 27.247 10.987 16.257
Si 29.961 13.678 16.339
Si 27.138 16.4 16.289
Si 29.946 19.123 16.379
Si 27.197 21.721 16.335
Si 29.893 24.458 16.311
Si 27.171 27.177 16.291
Si 29.942 29.972 16.44
Si 1.332 1.274 17.786
Si 3.934 4.093 17.761
Si 1.326 6.867 17.848
Si 3.972 9.592 17.828
Si 1.28 12.336 17.796
Si 4.098 15.031 17.636
Si 1.316 17.665 17.845
Si 4.147 20.331 17.844
Si 1.313 23.036 17.749
Si 4.137 25.756 17.559
Si 1.205 28.657 17.495
Si 4.066 31.376 17.607
Si 6.836 1.402 17.669
Si 9.438 4.176 17.749
Si 6.697 6.913 17.744
Si 9.566 9.528 17.75
Si 6.777 12.316 17.683
Si 9.609 15.013 17.552
Si 6.794 17.758 17.616
Si 9.62 20.401 17.924
Si 6.819 23.083 17.871
Si 9.477 25.7 17.89
Si 6.943 28.478 17.697
Si 9.625 31.143 17.799
Si 12.089 1.372 17.903
Si 14.935 4.143 17.469
Si 12.17 6.877 17.705
Si 15.05 9.489 17.823
Si 12.365 12.163 17.706
Si 15.133 14.911 17.726
Si 12.238 17.677 17.613
Si 15.033 20.492 17.488
Si 12.349 23.034 17.779
Si 15.092 25.79 17.629
Si 12.139 28.558 17.74
Si 14.931 31.377 17.724
Si 17.591 1.277 17.423
Si 20.462 4.041 17.582
Si 17.681 6.736 17.655
Si 20.445 9.376 17.806
Si 17.83 12.26 18.03
Si 20.473 14.96 18
Si 17.953 17.641 17.694
Si 20.425 20.392 17.403
Si 17.695 23.158 17.456
Si 20.45 25.957 17.479
Si 17.647 28.56 17.639
Si 20.443 31.271 17.479
Si 23.113 1.354 17.509
Si 25.953 4.178 17.579
Si 23.08 6.772 17.633
Si 25.919 9.624 17.586
Si 23.285 12.191 17.622
Si 25.769 15.067 17.665
Si 23.101 17.696 17.849
Si 25.799 20.403 17.739
Si 23.209 23.076 17.399
Si 25.854 25.845 17.733
Si 23.098 28.526 17.657
Si 25.912 31.253 17.636
Si 28.637 1.319 17.727
Si 31.236 4.194 17.695
Si 28.565 6.833 17.777
Si 31.34 9.541 17.59
Si 28.571 12.351 17.655
Si 31.253 15.024 17.792
Si 28.435 17.835 17.617
Si 31.365 20.404 17.828
Si 28.579 23.05 17.692
Si 31.213 25.899 17.614
Si 28.466 28.556 17.659
Si 31.33 31.382 17.843
Si -0.125 2.716 18.936
Si 2.732 -0.087 19.191
Si 0.011 8.364 19.147
Si 2.595 5.427 19.253
Si -0.158 13.621 19.252
Si 2.665 11.018 19.21
Si -0.022 18.997 19.323
Si 2.702 16.214 19.09
Si -0.094 24.564 18.951
Si 2.659 21.59 19.167
Si 0.045 29.925 19.121
Si 2.678 27.285 18.567
Si 5.338 2.676 18.994
Si 8.263 -0.022 18.932
Si 5.314 8.224 19.19
Si 8.068 5.556 19.078
Si 5.478 13.772 19.031
Si 8.152 10.928 18.984
Si 5.552 18.954 19.217
Si 8.232 16.425 18.809
Si 5.411 24.486 19.16
Si 8.163 21.758 19.321
Si 5.537 29.981 18.775
Si 8.013 27.042 19.302
Si 10.621 2.84 19.269
Si 13.542 -0.03 19.233
Si 10.864 8.164 19.235
Si 13.606 5.471 18.865
Si 11 13.656 18.872
Si 13.671 10.817 19.204
Si 11.043 18.919 19.232
Si 13.647 16.319 18.862
Si 10.991 24.325 19.198
Si 13.83 21.73 19.099
Si 10.812 29.733 19.4
Si 13.691 27.195 18.823
Si 16.227 2.674 18.685
Si 19.011 -0.052 18.709
Si 16.398 8.024 19.142
Si 19.073 5.346 18.936
Si 16.497 13.779 19.366
Si 19.212 10.713 19.321
Si 16.42 19.07 18.668
Si 19.283 16.535 19.472
Si 16.492 24.449 19.001
Si 19.085 21.755 18.668
Si 16.375 30.037 19.026
Si 19.082 27.204 18.937
Si 21.787 2.652 18.941
Si 24.51 0.024 18.809
Si 21.718 7.896 19.207
Si 24.576 5.535 18.905
Si 21.933 13.367 19.079
Si 24.694 10.942 19.055
Si 21.691 19.27 18.965
Si 24.367 16.202 19.241
Si 21.852 24.477 18.599
Si 24.413 21.835 18.982
Si 21.727 29.961 18.942
Si 24.39 27.157 19.115
Si 27.267 2.775 18.927
Si 29.951 0.059 19.3
Si 27.163 8.306 19.021
Si 29.969 5.537 19.206
Si 27.277 13.84 18.96
Si 29.899 10.843 18.849
Si 27.123 19.087 19.168
Si 29.797 16.51 18.914
Si 27.22 24.39 19.048
Si 29.994 21.805 19.147
Si 27.131 29.839 19.113
Si 29.827 27.222 18.993
Si 1.036 4.031 20.422
Si 4.339 1.109 20.455
Si 1.006 10.017 20.599
Si 4.239 6.559 20.529
Si 1.594 14.652 20.477
Si 3.972 12.621 20.363
Si 1.736 19.956 20.608
Si 3.986 17.636 20.418
Si 1.656 25.766 19.956
Si 3.633 23.398 20.247
Si 1.902 30.715 20.447
Si 4.061 28.596 19.799
Si 6.446 4.304 20.185
Si 9.446 1.178 20.622
Si 6.931 9.471 20.359
Si 9.104 7.143 20.509
Si 7.206 14.901 20.202
Si 9.419 12.536 20.099
Si 7.148 20.032 20.655
Si 9.322 17.724 20.402
Si 6.057 26.267 20.581
Si 9.507 23.161 20.69
Si 6.597 31.541 20.114
Si 9.751 27.73 20.724
Si 12.354 4.112 20.259
Si 14.605 1.87 20.197
Si 12.557 9.173 20.57
Si 14.75 6.851 20.375
Si 12.527 14.792 20.218
Si 14.789 12.516 20.399
Si 12.878 19.976 20.333
Si 15.033 17.787 19.969
Si 12.335 25.963 20.231
Si 15.502 22.862 20.431
Si 12.582 30.82 20.553
Si 14.857 28.699 20.162
Si 17.915 3.644 19.959
Si 20.127 1.416 20.078
Si 18.027 9.032 20.512
Si 20.058 6.59 20.672
Si 17.373 15.758 20.692
Si 21.07 11.659 20.486
Si 17.597 20.552 19.951
Si 20.884 18.07 20.803
Si 18.262 25.403 20.241
Si 20.477 23.153 19.853
Si 17.997 31.24 20.304
Si 20.09 28.87 20.239
Si 23.441 3.872 20.051
Si 25.61 1.629 20.094
Si 23.233 9.438 20.133
Si 25.475 7.304 20.278
Si 23.416 14.355 20.603
Si 25.973 12.58 20.353
Si 22.667 20.95 20.259
Si 25.907 17.473 20.454
Si 23.275 25.356 20.198
Si 25.603 23.257 20.377
Si 23.34 31.183 20.125
Si 25.415 28.799 20.47
Si 28.738 3.901 20.382
Si 31.097 1.812 20.561
Si 28.776 9.414 20.331
Si 31.072 7.28 20.45
Si 28.311 15.471 20.362
Si 31.188 11.959 20.387
Si 28.779 20.255 20.436
Si 30.857 17.909 20.431
Si 28.782 25.576 20.316
Si 31.143 23.478 20.421
Si 28.678 31.032 20.404
Si 30.949 28.838 20.251
Si -18.044 -1.914 28.185
Si 13.768 -6.828 22.994
Si -5.991 6.114 25.162
Si 7.155 20.456 33.062
Si -9.697 2.256 24.043
Si 2.254 9.812 32.984
Si -2.307 15.807 22.564
Si 6.165 3.735 27.132
Si -4.369 17.214 31.485
Si 8.395 20.884 30.503
Si -12.747 26.452 27.091
Si 20.074 14.632 29.187
Si -8.194 -4.454 23.24
Si 10.191 -9.082 32.76
Si 6.835 8.762 32.382
Si 9.442 7.825 28.971
Si 2.185 9.622 23.552
Si 19.831 5.116 23.555
Si 4.859 10.61 24.789
Si 11.852 32.864 22.528
Si 12.196 7.442 27.927
Si 13.331 28.006 29.36
Si -3.881 15.972 25.101
Si 8.752 34.93 26.264
Si 11.868 -0.674 32.372
Si 1.017 -1.397 30.929
Si 1.438 -6.225 32.93
Si 3.676 6.729 28.701
Si 4.394 4.132 24.621
Si 8.321 6.71 23.354
Si 5.855 22.354 25.58
Si 19.533 22.91 23.442
Si 9.025 24.535 30.018
Si -5.207 22.168 22.576
Si 4.726 29.146 24.451
Si 8.628 16.447 25.495
Si 16.72 -3.562 24.265
Si 16.442 3.02 22.285
Si 22.222 -9.135 30.259
Si 16.454 2.591 28.728
Si 14.956 4.849 30.03
Si 41.694 12.722 22.856
Si 11.878 23.48 26.962
Si 23.276 28.678 30.262
Si 4.401 17.483 23.405
Si 23.283 20.811 27.263
Si 31.006 23.002 31.421
Si 20.62 35.616 25.573
Si 23.492 -14.046 22.097
Si 3.962 -6.234 31.389
Si 28.66 4.814 29.243
Si 31.189 12.785 26.761
Si 23.689 6.914 24.834
Si 11.265 21.409 22.621
Si 13.79 16.011 30.744
Si 19.173 19.929 22.555
Si 19.232 23.855 26.28
Si 21.294 5.774 26.03
Si 27.395 27.246 26.982
Si 23.835 -2.215 25.243
Si 32.489 4.281 24.918
Si 25.084 0.364 24.694
Si 38.298 20.171 23.399
Si 18.719 10.424 25.674
Si 21.407 -4.754 22.899
Si 38.936 19.815 28.884
Si 15.61 16.594 25.971
Si 31.157 15.789 27.26
Si 25.067 33.339 30.342
Si 26.453 26.061 33.083
Si 31.677 28.331 23.135
Si 11.899 -13.343 24.544
Si 7.89 3.212 32.162
Si 10.523 -1.724 26.946
Si 14.588 12.567 23.392
Si 10.057 13.786 29.986
Si 6.18 30.813 27.316
Si 9.671 10.524 25.04
Si -3.258 24.017 29.387
Si 6.622 15.237 27.442
Si 3.332 34.174 23.446
Si 1.047 22.532 32.845
Si 14.215 34.97 26.512
Si 2.903 6.683 23.331
Si -3.48 0.682 24.3
Si 19.05 1.477 27.861
Si 8.565 16.45 29.595
Si 3.665 12.521 32.432
Si -1.238 26.992 32.593
Si 7.063 4.177 22.984
Si 7.184 8.725 25.202
Si 14.412 17.971 23.645
Si 6.903 31.714 32.719
Si -1.028 38.04 29.414
Si 3.563 45.278 26.618
Si 17.154 -23.25 23.424
Si 12.403 12.096 29.665
Si 16.766 6.784 27.438
Si 13.112 15.393 23.012
Si 14.983 5.407 23.214
Si 11.508 16.436 25.508
Si 22.756 9.598 25.96
Si 13.99 37.829 27.394
Si 16.784 13.746 25.084
Si 19.91 33.281 30.504
Si 18.253 20.077 29.274
Si 26.023 1.146 27.625
Si 16.135 -8.882 26.241
Si 27.809 19.484 27.656
Si 39.149 -5.956 32.935
Si 13.032 20.807 27.145
Si 10.505 21.163 28.386
Si 12.605 15.325 33.29
Si 18.372 16.652 26.172
Si 31.362 20.748 29.577
Si 28.906 26.96 29.392
Si 29.148 24.949 32.794
Si 11.737 24.084 24.048
Si 20.626 -10.758 28.227
Si 23.353 6.765 32.362
Si 27.919 7.568 30.05
Si 32.616 5.878 22.495
Si 26.712 5.389 22.355
Si 11.978 5.601 23.066
Si 14.346 0.484 23.946
Si 17.716 11.309 32.629
Si 23.717 18.776 25.254
Si 34.236 19.68 26.059
Si 21.937 25.059 22.993
Si 27.17 2.917 31.046
Si 12.254 7.269 32.84
Si 21.268 13.728 22.723
Si 35.386 19.9 23.325
Si 28.975 14.626 32.929
Si 33.11 14.756 23.317
Si 42.231 4.465 24.55
Si 24.916 22.807 29.076
Si 26.11 24.362 26.76
Si 26.276 17.362 26.358
Si 17.679 26.549 29.015
Si -7.627 8.549 30.599
Si 6.746 12.988 31.999
Si 1.152 16.63 25.79
Si -11.937 10.625 32.305
Si -5.12 10.996 27.07
Si -2.516 11.012 28.839
Si 3.104 23.072 26.971
Si 0.714 18.516 33.284
Si -2.141 25.659 24.396
Si 12.563 32.805 28.011
Si 7.764 27.203 30.46
Si 7.269 18.388 31.108
Si 2.343 -2.479 26.048
Si 11.852 8.771 23.526
Si -2.855 9.098 32.162
Si 18.762 15.248 23.48
Si -4.12 11.773 22.093
Si -6.402 10.862 32.183
Si 7.374 12.954 29.086
Si -0.432 35.5 30.663
Si 14.33 42.713 24.743
Si 6.496 38.273 32.72
Si 10.761 44.362 31.982
Si 8.587 15.752 22.579
Si 10.966 10.036 27.655
Si 16.867 1.233 31.353
Si -0.522 29.574 26.759
Si 10.318 -5.681 29.008
Si 20.598 23.109 32.859
Si 22.429 13.583 27.843
Si 16.014 20.758 27.11
Si 0.351 22.247 25.831
Si 3.243 20.439 28.483
Si 14.72 13.774 29.099
Si 9.769 33.131 28.645
Si 25.515 15.799 31.036
Si 24.132 -4.713 32.994
Si 33.611 -2.067 23.369
Si 6.752 6.751 27.656
Si 14.64 -0.712 32.368
Si 17.589 13.968 27.792
Si 21.687 0.02 22.329
Si 12.221 25.905 33.303
Si 17.928 21.835 31.785
Si 22.448 33.076 32.021
Si 35.386 29.041 32.322
Si 21.959 45.657 30.685
Si 27.819 25.087 22.998
Si 25.318 4.549 32.834
Si 42.39 -0.141 24.528
Si 12.778 -4.957 25.011
Si 28.734 -3.034 30.703
Si 23.721 4.885 22.76
Si 16.263 9.863 30.314
Si 24.348 17.105 33.363
Si 30.02 18.06 28.957
Si 15.078 25.637 33.057
Si 34.066 20.34 30.831
Si 18.318 31.357 24.842
Si 16.725 19.906 24.119
Si 31.275 1.302 28.409
Si 17.506 -1.323 27.617
Si 34.143 4.896 27.419
Si 42.819 -4.666 26.255
Si 24.543 15.664 28.093
Si 31.614 8.525 29.944
Si 34.651 9.181 29.893
Si 36.55 4.675 31.142
Si 26.109 29.897 26.958
Si 21.792 26.427 29.269
Si 35.333 31.941 28.635
Si 18.581 7.817 29.61
Si 20.328 8.385 27.196
Si 1.482 2.061 28.525
Si 6.157 11.629 22.415
Si -8.167 13.429 32.438
Si 4.065 15.614 25.95
Si 4.431 25.402 28.465
Si 2.502 24.813 22.583
Si 14.126 30.36 25.096
Si 4.969 26.349 23.454
Si 8.698 51.383 27.537
Si 1.906 36.562 33.266
Si 9.772 8.881 31.837
Si 0.975 12.131 24.893
Si 15.456 3.611 32.726
Si 5.852 27.958 28.151
Si -2.275 22.593 27.13
Si 7.099 23.886 27.734
Si 16.448 26.854 22.29
Si 0.761 33.76 32.612
Si 9.227 33.462 31.472
Si 5.251 31.997 24.474
Si 7.676 32.351 22.554
Si 31.141 -2.707 32.287
Si 20.056 -3.841 33.097
Si 6.356 10.699 30.388
Si 13.505 -3.159 31.979
Si -5.516 32.8 22.44
Si 13.532 16.041 27.89
Si 14.745 17.368 33.159
Si 19.721 17.565 28.616
Si 19.311 26.694 31.207
Si 17.211 24.638 30.944
Si 14.13 40.296 30.412
Si 28.482 12.91 25.07
Si 28.02 -0.596 26.71
Si 30.116 2.741 25.979
Si 17.372 6.533 24.529
Si 21.301 12.041 25.374
Si 22.64 18.105 27.854
Si 28.89 11.816 31.446
Si 7.441 28.762 26.016
Si 5.551 35.171 30.059
Si 25.097 42.364 27.873
Si 13.864 25.805 27.331
Si 17.88 -4.125 27.036
Si 31.021 -1.797 24.222
Si 25.933 -2.341 30.016
Si 27.425 8.181 27.1
Si 21.284 30.639 30.841
Si 20.46 7.669 32.075
Si 36.117 11.796 29.62
Si 30.297 27.137 26.801
Si 27.537 21.518 30.095
Si 24.804 25.28 24.221
Si 16.467 22.93 23.264
Si 28.367 35.09 33.733
Si 27.324 3.881 26.825
Si 28.265 -12.639 32.845
Si 30.306 -1.56 28.416
Si 20.995 -2.225 24.52
Si 38.117 -0.652 29.949
Si 33.355 2.171 22.683
Si 41.913 25.476 22.717
Si 32.429 23.441 23.258
Si 27.826 21.855 25.667
Si 48.748 9.879 27.287
Si 17.313 33.091 22.898
Si 39.728 24.951 24.963
O -4.465 0.532 25.568
O 6.501 -0.044 23.637
O 2.984 3.923 34.459
O -3.403 -2.273 29.392
O 2.611 0.904 28.5
O -8 -5.773 24.151
O 4.419 6.746 34.864
O 2.758 8.57 33.881
O 2.046 9.202 31.51
O 4.033 1.592 21.98
O 6.422 10.175 21.744
O 10.031 22.022 21.767
O 1.498 14.908 34.826
O 0.889 10.413 33.66
O -1.092 27.3 34.189
O -1.31 26.905 23.781
O 5.39 25.975 31.996
O 2.675 38.654 27.629
O 7.17 25.677 33.976
O -4.88 14.927 33.989
O -2.849 31.887 24.099
O 3.569 29.201 25.605
O 10.875 33.479 21.375
O 3.238 29.918 33.593
O 6.52 7.194 32.526
O 6.436 5.198 34.28
O 11.017 4.582 23.872
O 7.824 4.844 32.143
O 5.208 12.998 32.488
O 6.888 5.162 27.388
O 2.985 13.435 33.553
O 5.867 9.681 33.352
O 4.176 22.936 34.639
O 3.372 10.988 32.902
O 14.139 16.642 22.74
O 17.529 2.039 22.947
O 6.464 15.373 34.535
O 3.084 12.723 30.917
O 1.914 25.953 21.561
O 5.557 31.659 26.055
O 7.288 31.136 21.544
O 9.916 31.308 25.527
O 5.589 18.566 23.693
O 7.584 30.205 26.764
O 5.863 32.445 33.717
O 1.994 23.647 33.558
O 7.58 30.487 33.583
O 16.053 25.13 31.922
O 6.372 -0.949 28.635
O 15.597 1.082 34.887
O 1.039 2.539 30.017
O 11.358 0.642 28.973
O 9.427 7.037 34.798
O 7.384 9.092 35.129
O 7.097 21.072 29.533
O 11.968 -1.007 27.028
O 14.255 18.847 33.557
O 12.591 15.457 31.687
O 14.724 14.742 30.401
O 7.053 11.431 31.68
O 2.709 19.971 29.943
O 2.88 18.8 20.713
O 14.036 18.863 20.772
O 12.468 20.48 34.455
O 8.813 24.416 21.527
O 10.813 22.198 33.386
O 1.815 21.591 31.784
O 18.938 29.804 33.704
O 5.348 29.483 27.848
O 13.2 16.616 29.369
O 18.362 32.662 27.976
O 11.269 27.212 33.423
O 15.51 3.877 23.258
O 17.524 -0.432 21.524
O 4.305 -10.03 25.966
O 23.048 3.832 23.761
O 12.45 9.778 34.746
O 17.671 6.527 26.116
O 15.228 -2.98 24.11
O 21.154 9.126 31.902
O 11.166 15.802 33.809
O 13.954 -3.297 28.721
O 20.737 26.777 30.455
O 12.352 16.417 26.881
O 16.204 17.062 33.773
O 9.997 10.412 31.378
O 26.234 5.551 33.776
O 17.064 21.633 33.163
O 22.583 12.741 29.216
O 14.812 24.374 34.072
O 21.731 39.336 32.283
O 17.943 25.799 34.757
O 28.976 31.492 34.779
O 16.448 20.106 25.694
O 27.175 29.916 30.961
O 30.037 24.628 20.81
O 16.192 4.793 33.59
O 17.237 -1.104 26.024
O 17.785 -2.443 23.822
O 22.953 4.397 34.913
O 13.505 7.722 33.783
O 7.204 2.728 26.392
O 23.185 9.553 34.717
O 25.678 16.018 27.012
O 14.947 8.993 30.801
O 14.671 -2.106 31.524
O 25.971 12.313 35.028
O 20.539 17.949 34.578
O 16.146 8.269 27.374
O 13.722 16.339 33.882
O 24.035 10.152 26.76
O 24.574 30.294 26.663
O 21.401 22.181 33.901
O 23.262 20.579 34.745
O 19.441 27.396 32.649
O 26.217 22.972 34.823
O 26.303 28.343 26.547
O 21.161 28.555 34.249
O 19.052 30.049 20.779
O 17.585 31.688 34.78
O 38.315 -4.924 33.835
O 26.33 1.58 30.764
O 37.865 7.014 28.157
O 22.971 -4.423 22.621
O 27.85 3.706 34.57
O 33.242 4.676 33.794
O 31.284 11.682 27.928
O 36.423 5.745 29.965
O 21.256 11.088 33.775
O 21.375 11.614 31.235
O 29.554 10.684 32.424
O 33.476 19.114 31.763
O 26.911 16.565 31.036
O 30.612 9.476 29.083
O 38.576 21.271 33.668
O 34.816 18.986 33.932
O 36.422 28.067 31.496
O 24.748 29.259 30.118
O 25.627 14.413 31.851
O 31.465 28.428 31.873
O 28.996 28.031 30.585
O 26.987 23.076 26.315
O 41.728 23.956 33.837
O 33.164 32.77 33.875
O -0.887 7.132 21.937
O 9.041 6.007 24.642
O 7.064 5.795 22.923
O 4.501 -4.756 23.438
O 6.572 13.655 27.857
O -0.262 11.005 21.006
O 1.722 9.531 21.994
O 5.333 5.37 20.744
O 2.767 13.589 20.893
O 4.876 12.253 21.666
O 4.851 4.006 26.189
O 13.457 2.959 20.642
O 0.001 22.188 24.246
O -1.517 16.97 21.742
O 2.991 18.296 23.491
O 1.077 15.23 21.905
O -1.368 36.496 25.908
O -1.789 23.899 30.076
O 1.721 23.052 26.138
O 8.181 20.076 34.225
O 1.655 31.063 22.008
O -2.777 35.526 20.956
O 8.831 28.302 25.375
O -3.732 25.634 24.037
O 7.051 3.56 21.502
O 8.238 1.03 21.767
O 12.105 -1.327 22.034
O 13.147 8.971 24.49
O 14.314 2.892 33.642
O 9.534 7.917 30.577
O 10.521 9.421 24.195
O 8.033 8.347 20.76
O 5.36 0.93 30.097
O 4.449 16.278 24.497
O 7.199 15.5 21.741
O 11.81 10.945 28.694
O 6.614 20.493 22.14
O 6.683 18.998 32.487
O 6.699 22.477 26.986
O 4.133 20.607 22.93
O 5.811 24.538 28.489
O 15.909 23.576 24.642
O 5.879 26.043 24.761
O 10.738 25.007 23.171
O 4.326 34.265 34.758
O 4.071 33.093 24.39
O 18.027 23.384 22.986
O 11.231 27.064 20.703
O 11.945 5.095 21.514
O -2.425 1.847 24.628
O 12.577 -7.846 27.577
O 15.569 1.889 21.504
O 12.214 11.705 31.24
O 1.756 2.302 33.02
O 5.848 11.576 23.983
O 19.029 2.553 20.479
O 15.616 9.597 23.864
O 12.135 15.308 21.719
O 15.081 12.05 21.937
O 8.57 19.294 30.733
O 12.251 15.632 24.339
O 13.155 18.972 23.585
O 12.362 20.777 21.639
O 27.775 20.369 28.994
O 15.782 18.788 23.398
O 15.373 25.864 22.965
O 3.366 24.551 27.59
O 18.231 19.842 21.251
O 13.758 29.712 20.853
O 2.966 22.01 28.196
O 17.651 26.008 21.633
O 15.676 27.807 21.246
O 17.161 4.104 21.33
O 22.941 4.71 21.36
O 24.905 3.238 33.74
O 21.984 2.106 25.316
O 16.137 16.838 20.748
O 8.292 16.578 23.924
O 19.057 7.844 21.031
O 20.026 -7.411 26.017
O 9.251 14.325 23.018
O 22.204 10.512 20.919
O 20.688 12.492 21.841
O 28.44 10.186 21.736
O 17.936 15.428 27.158
O 20.184 14.923 22.806
O 10.071 15.762 25.765
O 21.463 13.149 24.213
O 13.603 13.616 20.515
O 12.418 20.078 25.854
O 20.312 18.84 22.15
O 17.066 27.79 23.426
O 19.531 20.809 28.623
O 20.46 33.157 21.388
O 18.7 25.186 31.359
O 20.693 29.026 23.811
O 15.827 0.078 23.451
O 24.338 8.381 20.841
O 33.149 -3.657 23.419
O 28.36 1.073 22.973
O 33.58 15.848 24.401
O 26.227 -0.223 23.714
O 23.425 6.359 23.332
O 26.155 4.07 31.547
O 24.504 9.426 29.346
O 21.566 22.14 20.657
O 22.385 17.614 21.389
O 26.323 7.636 30.25
O 27.577 27.383 28.581
O 18.987 25.911 28.306
O 22.587 14.393 22.033
O 26.073 22.476 21.755
O 19.415 17.51 27.018
O 20.742 14.062 30.546
O 18.966 16.288 24.71
O 29.834 19.097 20.924
O 24.868 33.67 28.758
O 19.421 24.254 20.577
O 26.997 25.715 26.68
O 25.556 28.248 22.021
O 24.475 2.705 20.577
O 24.503 -8.248 20.766
O 32.514 4.843 21.237
O 37.807 5.071 32.053
O 37.46 11.024 30.12
O 20.595 6.802 27.047
O 28.658 3.41 26.046
O 34.251 3.027 21.599
O 27.112 12.322 21.518
O 31.688 12.15 34.552
O 23.156 8.415 24.95
O 32.852 5.244 28.35
O 27.546 20.435 26.381
O 28.237 21.005 21.779
O 38.328 9.255 25.09
O 28.682 13.311 32.033
O 28.746 25.416 29.827
O 27.349 21.703 24.122
O 29.493 16.485 23.743
O 25.567 24.075 28.27
O 29.858 29.951 20.797
O 27.824 31.508 21.729
O 31.569 28.088 21.547
O 27.804 37.144 21.595
O 9.601 -1.045 28.09
O -8.775 -0.71 24.672
O -0.504 1.949 32.022
O 13.041 1.438 27.194
O -15.672 -5.081 28.009
O -7.39 6.885 25.041
O 2.002 3.39 27.758
O -6.826 8.324 27.424
O -6.974 16.507 34.088
O -10.604 12.591 26.667
O 16.264 1.453 29.867
O 9.933 12.167 21.617
O 5.74 3.79 23.791
O -3.384 15.023 21.616
O 1.057 18.231 25.616
O 4.832 20.238 28.366
O -5.543 30.847 26.128
O 0.383 20.725 26.41
O 5.927 25.904 22.187
O 2.309 20.392 24.8
O -2.437 37.471 28.833
O 2.503 37.322 31.981
O -2.561 26.147 32.258
O 6.748 35.441 31.113
O 15.141 -7.768 26.887
O 3.803 7.064 22.026
O 14.639 4.224 31.479
O 16.209 4.036 29.41
O 8.249 9.899 25.529
O 4.179 3.198 30.564
O 9.34 6.683 22.073
O 9.407 11.873 24.175
O 7.492 12.512 22.382
O 6.911 13.657 30.515
O 1.768 1.09 23.235
O 2.626 24.504 19.599
O 7.543 24.875 26.512
O 1.117 10.607 24.309
O -1.624 19.174 29.51
O -3.439 18.683 27.681
O -0.4 12.374 25.656
O 8.366 13.767 20.256
O 9.153 27.776 29.848
O -2.031 25.774 26.005
O -4.23 22.824 29.853
O 1.537 38.699 22.755
O 13.612 26.057 32.486
O 8.828 33.271 29.929
O 8.102 0.076 32.372
O 11.513 5.983 33.558
O -1.567 2.274 29.674
O 9.639 3.591 25.905
O 11.737 -4.932 29.173
O 22.799 -0.735 21.45
O 7.977 7.196 28.643
O 14.646 -2.047 26.585
O 20.292 1.72 34.707
O 17.76 6.697 28.735
O 7.932 21.404 31.978
O 9.706 15.368 29.986
O 18.431 20.021 34.567
O 8.317 18.912 20.935
O 9.63 20.063 27.546
O 14.509 20.272 27.47
O 9.573 16.68 21.652
O 18.279 19.495 23.839
O 9.25 35.074 31.751
O 15.468 23.321 22.017
O 1.594 20.313 22.215
O 13.491 28.259 30.967
O 22.275 30.154 25.451
O 1.206 26.068 34.505
O 13.244 -5.387 23.524
O 9.783 -11.303 29.829
O 21.214 -1.03 23.449
O 18.664 -14.144 29.358
O 18.301 -2.737 27.756
O 16.267 13.731 28.677
O 13.882 13.999 23.252
O 20.94 4.263 26.483
O 9.67 9.32 28.351
O 16.01 0.066 32.092
O 23.103 13.576 31.648
O 24.175 13.867 33.959
O 19.506 7.772 33.407
O 21.652 23.699 31.77
O 18.859 13.641 28.736
O 15.509 2.222 27.477
O 19.564 8.623 28.595
O 15.909 15.113 25.336
O 16.982 17.438 25.924
O 20.804 23.886 23.079
O 24.266 21.919 27.884
O 32.612 16.27 26.782
O 31.233 24.334 23.857
O 24.418 30.08 20.648
O 32.038 1.574 21.908
O 24.605 -3.169 24.193
O 13.778 -0.632 28.748
O 12.116 -2.255 31.991
O 16.171 -1.532 28.517
O 23.779 0.998 31.291
O 45.536 6.28 27.019
O 25.416 -0.89 30.475
O 35.092 8.077 24.061
O 20.08 3.572 24.122
O 13.831 3.883 26.415
O 27.372 5.879 23.732
O 19.476 9.018 25.971
O 18.082 13.958 24.152
O 27.959 26.022 21.669
O 22.858 16.598 33.848
O 23.333 18.633 23.698
O 29.01 17.768 30.171
O 22.603 18.049 26.214
O 21.243 18.085 28.646
O 23.754 20.331 25.773
O 6.098 31.36 31.322
O 27.594 1.039 34.116
O 34.044 0.065 31.532
O 23.137 -5.369 29.455
O 25.315 4.598 22.62
O 19.516 7.241 30.82
O 35.272 16.195 26.373
O 29.987 12.302 21.482
O 40.53 16.9 31.01
O 29.944 2.452 34.021
O 36.382 5.593 24.255
O 33.249 16.894 33.529
O 34.519 -1.766 24.668
O 30.929 -0.175 28.946
O 23.788 14.366 27.518
O 28.169 14.484 24.873
O 23.805 23.213 30.182
O 31.481 14.788 23.162
O 25.168 15.368 29.537
O 39.991 15.918 28.711
O 37.122 11.342 26.166
O 27.945 20.872 31.517
O 31.961 22.989 21.765
O 30.808 21.452 30.948
O 28.11 36.086 29.846
O 9.314 1.627 27.625
O 13.205 -7.185 21.52
O 4.765 -2.05 23.755
O -1.896 16.684 28.553
O 3.612 10.34 23.797
O 8.418 8.907 32.716
O 2.34 10.661 29.343
O 8.661 17.929 26.134
O 6.114 18.644 30.003
O 3.852 25.73 29.944
O -1.195 28.16 26.414
O 11.075 8.381 32.66
O 0.464 8.838 29.508
O 1.183 24.229 23.286
O -3.916 11.211 28.094
O 0.988 13.267 23.711
O -1.004 30.685 25.691
O 15.227 39.106 30.222
O 8.955 31.795 23.328
O -3.245 22.108 25.915
O -3.354 24.935 34.405
O 1.6 28.053 32.936
O 16.613 35.245 32.224
O 7.873 25.583 30.468
O 10.827 11.557 33.608
O 9.751 1.35 34.635
O 9.996 13.057 31.463
O 23.354 19.511 28.234
O 9.509 -3.854 34.431
O 12.047 9.524 22.084
O 5.82 3.074 28.567
O 8.974 13.126 28.971
O 2.555 19.536 27.328
O -1.971 21.462 28.277
O -4.409 23.572 22.595
O 2.755 25.805 32.28
O 9.207 27.015 22.148
O 6.028 20.963 24.762
O 7.164 19.2 27.701
O 9.521 23.611 31.268
O 9.928 26.929 27.439
O 12.646 25.635 34.846
O 6.434 23.502 24.586
O 4.686 26.885 27.849
O 8.46 36.349 23.639
O 0.132 34.103 27.844
O 14.475 34.329 25.049
O 10.63 29.344 27.032
O 11.207 -8.746 25.555
O 20.649 -4.675 21.481
O 17.958 2.614 28.176
O 17.677 7.947 23.835
O 15.507 5.764 27.356
O 13.707 11.434 24.137
O 10.648 0.069 31.653
O 26.312 6.722 21.541
O 10.734 6.943 28.476
O 4.495 16.985 21.848
O 10.868 20.249 23.69
O 17.673 24.248 26.437
O 16.003 22.366 27.005
O 15.876 12.679 24.339
O 13.783 14.44 27.946
O 13.313 33.567 22.737
O 18.13 43.125 24.169
O 26.433 30.227 28.493
O 19.477 22.83 25.057
O 13.692 40.681 20.82
O 27.479 26.912 34.01
O 16.983 20.283 28.303
O 21.103 1.136 31.474
O 16.884 -3.903 25.818
O 21.384 -10.325 29.579
O 15.024 12.22 34.586
O 19.747 -1.768 25.436
O 17.285 9.63 21.833
O 26.165 -4.105 35.416
O 16.95 10.539 33.842
O 25.169 18.078 25.43
O 11.219 17.944 25.005
O 27.379 11.309 31.087
O 29.919 11.85 30.205
O 13.982 12.369 29.421
O 12.03 20.582 28.412
O 25.076 11.938 32.349
O 25.508 9.508 31.797
O 23.521 16.873 28.355
O 17.703 15.024 34.422
O 20.559 29.578 31.79
O 27.588 25.151 32.319
O 22.137 29.745 29.788
O 20.087 34.093 29.108
O 22.045 24.853 29.367
O 19.902 24.302 33.708
O 19.457 -10.454 32.159
O 41.566 1.109 25.138
O 21.331 -5.869 27.763
O 40.39 8.127 23.795
O 27.682 6.987 26.062
O 20.196 -0.98 30.24
O 25.477 0.583 26.227
O 29.452 -1.212 27.093
O 13.748 4.693 28.948
O 23.827 7.624 31.086
O 19.695 1.916 26.433
O 26.188 10.89 27.941
O 28.581 12.143 23.654
O 20.699 6.061 24.542
O 25.366 25.084 33.792
O 33.147 21.54 34.004
O 29.829 12.781 25.919
O 25.444 27.16 32.403
O 27.114 16.454 20.965
O 24.902 24.638 25.707
O 30.267 34.428 27.253
O 22.368 31.497 31.683
O 23.396 -7.992 23.634
O 32.239 -1.204 23.343
O 28.682 8.501 31.141
O 26.242 0.957 21.418
O 31.54 -2.576 28.165
O 29.763 8.341 33.587
O 19.118 10.63 32.244
O 36.256 12.662 28.25
O 27.586 16.978 25.495
O 24.753 13.478 20.989
O 31.951 5.414 23.887
O 35.662 8.118 29.203
O 26.271 25.006 23.512
O 35.998 23.604 21.848
O 32.73 26.131 32.131
O 29.951 15.966 26.209
O 35.477 31.273 27.161
O 29.753 23.506 32.334
O 32.946 35.72 23.969
O 22.25 25.479 21.455
O 29.596 30.238 31.916
O -1.386 8.864 31.499
O -2.85 8.25 20.776
O 4.984 -5.156 20.587
O 8.296 -7.341 23.999
O -5.356 0.192 27.951
O 5.181 15.909 27.101
O -1.093 6.634 34.535
O 13.208 -7.912 24.049
O -0.684 18.929 34.032
O -1.326 14.206 27.522
O 15.177 6.086 21.75
O 6.232 -3.757 24.985
O 0.31 20.829 29.723
O 2.089 12.367 26.029
O 4.05 13.989 25.908
O 4.348 17.454 34.638
O 1.082 29.397 26.703
O -1.511 30.172 33.896
O 6.46 27.744 29.649
O -6.661 21.989 29.947
O 5.479 32.622 20.616
O -2.082 29.413 23.658
O 3.036 29.545 20.645
O -0.655 37.117 30.727
O 3.94 -1.141 29.576
O 7.683 2.763 33.718
O 13.265 0.103 32.011
O 17.476 10.463 26.708
O 7.689 13.581 33.179
O 6.535 9.151 30.809
O 13.001 7.059 31.435
O 13.6 26.894 26.148
O 13.069 13.868 33.814
O 7.535 15.45 26.135
O 4.092 28.576 35.613
O 9.187 17.665 28.698
O 10.292 25.432 29.522
O 11.383 24.674 32.698
O 17.782 15.704 22.278
O -3.037 23.856 27.803
O 13.076 22.395 26.788
O 10.699 22.679 27.771
O 24 37.952 32.284
O -10.917 21.346 27.194
O 13.453 38.046 23.651
O 11.211 27.396 25.208
O 18.449 0.856 31.206
O 14.646 17.118 31.568
O 26.654 18.357 27.585
O 22.318 1.397 22.853
O 7.067 7.563 26.302
O -5.299 12.167 25.976
O 21.755 9.136 27.147
O 11.907 8.818 27.118
O 13.281 7.859 29.058
O 14.997 16.596 27.459
O 11.538 13.466 29.416
O 9.599 17.815 34.586
O -2.906 20.048 33.5
O 24.999 18.128 21.678
O 8.294 23.693 28.822
O 11.941 22.629 23.404
O 16.444 21.321 23.402
O 7.534 27.548 32.029
O 16.814 25.281 29.505
O 3.586 25.5 23.555
O 16.714 43.748 31.334
O 18.46 32.677 23.96
O 14.321 31.494 33.923
O 14.482 17.376 25.145
O 19.575 -16.519 29.376
O 15.802 6.23 24.321
O 21.312 -6.22 23.593
O 14.062 -5.965 28.698
O 20.906 6.348 34.919
O 24.427 16.748 31.785
O 23.216 20.147 21.588
O 17.304 13.096 26.465
O 18.175 12.786 33.251
O 21.213 14.647 28.03
O 17.922 20.567 30.786
O 7.084 11.349 29.092
O 20.194 5.607 22.017
O 13.844 29.056 33.531
O 27.381 20.731 34.001
O 17.522 8.85 30.248
O 12.911 29.306 25.147
O 14.83 42.891 26.291
O 11.5 32.041 33.95
O 18.189 27.432 30.291
O 17.262 23.041 30.934
O 27.854 9.563 26.366
O 13.683 -0.868 24.532
O 23.095 -4.358 31.824
O 22.09 10.692 24.978
O 19.833 -9.509 27.595
O 28.222 7.992 28.506
O 28.402 6.039 30.266
O 24.492 1.774 24.205
O 10.495 10.913 26.382
O 19.77 11.66 25.769
O 36.03 2.956 24.195
O 18.254 5.401 23.794
O 15.938 10.427 28.814
O 30.21 26.995 28.413
O 16.589 21.668 20.532
O 15.794 26.9 33.813
O 19.22 27.787 26.518
O 31.816 23.037 26.559
O 26.489 2.678 27.483
O 34.698 30.094 31.343
O 28.823 27.629 26.304
O 23.3 27.011 34.054
O 27.995 18.44 32.524
O 31.382 6.936 29.747
O 24.502 -3.277 33.703
O 31.648 1.379 35.43
O 28.247 2.6 32.172
O 27.087 10.593 33.556
O 26.367 4.66 25.798
O 44.315 7.178 23.272
O 27.76 4.983 27.922
O 24.001 7.407 33.71
O 24.517 18.685 33.693
O 18.228 3.682 34.751
O 22.898 6.017 25.938
O 29.201 16.017 32.123
O 19.775 21.419 22.823
O 30.309 14.226 33.733
O 31.375 23.205 34.921
O 39.739 27.665 27.139
O 32.181 30.883 31.446
O 33.673 37.547 25.857
O 43.801 33.048 23.959
O 32.444 23.228 32.109
O 22.413 33.187 33.641
O 33.947 31.43 29.332
Si 0.02 2.759 8.198
Si 2.765 -0.014 8.24
Si -0.019 8.219 8.188
Si 2.729 5.485 8.19
Si 0.008 13.594 8.137
Si 2.73 10.902 8.195
Si -0.002 19.007 8.173
Si 2.707 16.312 8.152
Si 0.047 24.453 8.202
Si 2.751 21.749 8.174
Si 0.031 29.949 8.223
Si 2.754 27.185 8.195
Si 5.486 2.737 8.231
Si 8.175 -0.03 8.234
Si 5.451 8.201 8.206
Si 8.186 5.473 8.187
Si 5.458 13.64 8.206
Si 8.181 10.916 8.188
Si 5.455 19.037 8.13
Si 8.18 16.361 8.156
Si 5.469 24.491 8.162
Si 8.184 21.767 8.1
Si 5.465 29.903 8.207
Si 8.154 27.202 8.145
Si 10.889 2.722 8.244
Si 13.572 0 8.179
Si 10.905 8.194 8.169
Si 13.582 5.453 8.224
Si 10.879 13.647 8.171
Si 13.589 10.92 8.136
Si 10.888 19.073 8.109
Si 13.614 16.331 8.122
Si 10.873 24.494 8.093
Si 13.59 21.783 8.097
Si 10.863 29.926 8.156
Si 13.6 27.187 8.109
Si 16.286 2.733 8.186
Si 19.04 -0.006 8.176
Si 16.296 8.21 8.225
Si 18.996 5.487 8.21
Si 16.297 13.611 8.087
Si 19.022 10.907 8.159
Si 16.328 19.035 8.156
Si 19.024 16.305 8.104
Si 16.319 24.457 8.108
Si 19.046 21.751 8.118
Si 16.302 29.908 8.148
Si 19.025 27.206 8.157
Si 21.76 2.739 8.229
Si 24.522 0.004 8.223
Si 21.743 8.22 8.154
Si 24.494 5.469 8.19
Si 21.765 13.604 8.138
Si 24.478 10.92 8.139
Si 21.772 19.02 8.095
Si 24.502 16.293 8.1
Si 21.767 24.514 8.159
Si 24.491 21.747 8.163
Si 21.796 29.929 8.179
Si 24.496 27.239 8.134
Si 27.247 2.748 8.21
Si 29.951 0.028 8.187
Si 27.229 8.2 8.174
Si 29.963 5.496 8.217
Si 27.203 13.586 8.09
Si 29.941 10.911 8.116
Si 27.249 18.992 8.157
Si 29.933 16.274 8.156
Si 27.229 24.476 8.142
Si 29.954 21.731 8.156
Si 27.22 29.953 8.173
Si 29.971 27.203 8.21
Si 1.379 4.121 9.554
Si 4.12 1.368 9.585
Si 1.365 9.552 9.556
Si 4.082 6.841 9.558
Si 1.355 14.956 9.521
Si 4.089 12.272 9.553
Si 1.373 20.383 9.522
Si 4.082 17.682 9.503
Si 1.392 25.826 9.565
Si 4.107 23.123 9.531
Si 1.388 31.303 9.592
Si 4.1 28.547 9.571
Si 6.825 4.12 9.576
Si 9.512 1.356 9.583
Si 6.816 9.563 9.555
Si 9.535 6.839 9.548
Si 6.826 15.007 9.549
Si 9.537 12.279 9.553
Si 6.821 20.407 9.482
Si 9.548 17.716 9.513
Si 6.819 25.842 9.537
Si 9.528 23.127 9.473
Si 6.809 31.273 9.582
Si 9.508 28.562 9.526
Si 12.228 4.098 9.591
Si 14.924 1.368 9.541
Si 12.25 9.559 9.535
Si 14.94 6.829 9.566
Si 12.267 14.988 9.521
Si 14.965 12.269 9.5
Si 12.246 20.418 9.482
Si 14.972 17.668 9.509
Si 12.231 25.841 9.477
Si 14.952 23.117 9.485
Si 12.214 31.286 9.53
Si 14.934 28.553 9.493
Si 17.641 4.105 9.554
Si 20.385 1.365 9.549
Si 17.684 9.56 9.55
Si 20.392 6.855 9.532
Si 17.675 14.944 9.474
Si 20.408 12.248 9.505
Si 17.696 20.394 9.501
Si 20.404 17.657 9.462
Si 17.661 25.826 9.485
Si 20.411 23.111 9.483
Si 17.661 31.288 9.502
Si 20.399 28.571 9.501
Si 23.143 4.104 9.55
Si 25.89 1.375 9.56
Si 23.12 9.564 9.515
Si 25.867 6.834 9.532
Si 23.137 14.957 9.483
Si 25.848 12.266 9.5
Si 23.125 20.371 9.485
Si 25.861 17.646 9.484
Si 23.147 25.864 9.495
Si 25.868 23.117 9.497
Si 23.143 31.301 9.543
Si 25.859 28.583 9.511
Si 28.603 4.118 9.557
Si 31.318 1.387 9.542
Si 28.595 9.564 9.518
Si 31.316 6.854 9.57
Si 28.552 14.934 9.501
Si 31.301 12.257 9.503
Si 28.602 20.37 9.513
Si 31.291 17.653 9.519
Si 28.595 25.826 9.52
Si 31.327 23.087 9.528
Si 28.592 31.313 9.529
Si 31.33 28.573 9.566
Si 0.014 0.028 10.909
Si 2.738 2.755 10.912
Si 0.023 5.484 10.915
Si 2.722 8.192 10.927
Si 0 10.924 10.893
Si 2.721 13.626 10.906
Si -0.006 16.318 10.884
Si 2.736 19.032 10.89
Si 0.017 21.731 10.901
Si 2.747 24.459 10.927
Si 0.024 27.197 10.919
Si 2.743 29.919 10.942
Si 5.462 -0.008 10.946
Si 8.152 2.729 10.939
Si 5.442 5.484 10.921
Si 8.171 8.199 10.917
Si 5.452 10.915 10.918
Si 8.178 13.64 10.92
Si 5.439 16.351 10.901
Si 8.166 19.062 10.873
Si 5.474 21.756 10.878
Si 8.185 24.468 10.878
Si 5.457 27.181 10.927
Si 8.17 29.907 10.932
Si 10.864 -0.024 10.918
Si 13.584 2.729 10.929
Si 10.856 5.461 10.935
Si 13.586 8.192 10.923
Si 10.899 10.911 10.916
Si 13.628 13.621 10.892
Si 10.912 16.348 10.886
Si 13.6 19.038 10.847
Si 10.878 21.775 10.848
Si 13.585 24.485 10.85
Si 10.883 27.191 10.873
Si 13.577 29.909 10.871
Si 16.29 -0.017 10.865
Si 19.01 2.73 10.893
Si 16.297 5.474 10.928
Si 19.041 8.208 10.915
Si 16.327 10.925 10.893
Si 19.043 13.596 10.858
Si 16.346 16.3 10.864
Si 19.062 19.015 10.849
Si 16.312 21.749 10.844
Si 19.04 24.469 10.83
Si 16.293 27.193 10.838
Si 19.032 29.938 10.852
Si 21.773 0.007 10.879
Si 24.513 2.739 10.897
Si 21.769 5.48 10.868
Si 24.493 8.202 10.869
Si 21.76 10.908 10.895
Si 24.487 13.617 10.876
Si 21.762 16.297 10.835
Si 24.508 19.021 10.835
Si 21.781 21.743 10.841
Si 24.507 24.482 10.844
Si 21.776 27.216 10.838
Si 24.521 29.947 10.886
Si 27.256 0.009 10.907
Si 29.962 2.744 10.906
Si 27.233 5.479 10.899
Si 29.942 8.212 10.911
Si 27.221 10.921 10.868
Si 29.944 13.615 10.872
Si 27.209 16.311 10.871
Si 29.953 19.025 10.895
Si 27.237 21.751 10.842
Si 29.972 24.475 10.871
Si 27.225 27.206 10.85
Si 29.948 29.949 10.893
Si 1.369 1.402 12.266
Si 4.076 4.128 12.283
Si 1.365 6.836 12.3
Si 4.091 9.554 12.281
Si 1.355 12.277 12.27
Si 4.077 14.989 12.27
Si 1.352 17.682 12.248
Si 4.109 20.395 12.245
Si 1.376 23.086 12.277
Si 4.105 25.815 12.3
Si 1.376 28.552 12.298
Si 4.098 31.295 12.301
Si 6.804 1.365 12.316
Si 9.489 4.098 12.304
Si 6.788 6.855 12.282
Si 9.528 9.555 12.287
Si 6.805 12.28 12.282
Si 9.56 14.995 12.273
Si 6.798 17.72 12.257
Si 9.525 20.425 12.228
Si 6.828 23.113 12.255
Si 9.553 25.809 12.252
Si 6.814 28.54 12.291
Si 9.522 31.277 12.3
Si 12.199 1.364 12.263
Si 14.932 4.109 12.281
Si 12.219 6.824 12.286
Si 14.973 9.561 12.254
Si 12.283 12.261 12.272
Si 15.023 14.946 12.265
Si 12.285 17.681 12.261
Si 14.959 20.383 12.21
Si 12.227 23.127 12.222
Si 14.921 25.866 12.217
Si 12.228 28.554 12.253
Si 14.928 31.282 12.223
Si 17.631 1.355 12.232
Si 20.409 4.103 12.206
Si 17.669 6.852 12.268
Si 20.406 9.562 12.283
Si 17.719 12.246 12.265
Si 20.423 14.926 12.22
Si 17.719 17.64 12.23
Si 20.433 20.372 12.2
Si 17.672 23.119 12.187
Si 20.42 25.837 12.165
Si 17.656 28.561 12.178
Si 20.393 31.309 12.203
Si 23.157 1.353 12.233
Si 25.879 4.106 12.245
Si 23.139 6.832 12.227
Si 25.858 9.562 12.226
Si 23.118 12.272 12.256
Si 25.84 14.98 12.244
Si 23.138 17.653 12.17
Si 25.878 20.393 12.192
Si 23.158 23.1 12.194
Si 25.873 25.838 12.198
Si 23.135 28.577 12.193
Si 25.898 31.3 12.25
Si 28.612 1.374 12.267
Si 31.326 4.108 12.251
Si 28.585 6.842 12.269
Si 31.316 9.567 12.262
Si 28.592 12.265 12.239
Si 31.287 14.987 12.255
Si 28.57 17.677 12.241
Si 31.32 20.377 12.271
Si 28.606 23.108 12.199
Si 31.308 25.837 12.265
Si 28.569 28.571 12.222
Si 31.309 31.322 12.246

Results
total energy: -461833.224 eV
total energy less fixed offsets of O -438.25, Si -107.07 eV per atom: 19.016 eV

Forces (eV/angstrom) on atoms 626 to 2082 of the 2136, counted in the order above; the others are left out for length: element, x, y, z
Si -0.008 0.009 0.025
Si 0.003 0.01 0.014
Si 0.012 -0.036 0.017
Si 0.012 -0.013 0.033
Si 0.016 -0.02 0.019
Si -0.009 0.003 0.042
Si -0.017 0 0
Si 0.016 -0.008 -0.011
Si 0.001 0.026 0.018
Si 0.009 0.019 -0.025
Si -0.013 -0.002 0.012
Si 0.024 -0.014 0.01
Si -0.002 -0.003 0.011
Si 0.008 0.013 -0.012
Si -0.01 0 0.01
Si 0.009 0.007 -0.008
Si 0.015 0.017 0.003
Si 0.006 0.013 0.002
Si 0.009 0.009 0
Si 0.002 0.023 0.01
Si -0.011 0.016 0.003
Si -0.012 -0.012 -0.01
Si 0.029 -0.003 0.014
Si 0.066 0 0
Si 0.004 0.038 -0.03
Si -0.036 -0.027 -0.009
Si 0.016 0.035 -0.003
Si -0.024 -0.007 -0.006
Si -0.003 -0.006 -0.005
Si -0.017 0.008 -0.031
Si -0.013 -0.002 -0.031
Si 0.021 0.082 0.008
Si -0.009 -0.051 0.003
Si -0.026 0.061 -0.044
Si -0.026 0.039 -0.028
Si 0.009 0.017 -0.007
Si 0.019 0.004 0.008
Si -0.022 0.007 -0.045
Si 0.019 -0.003 -0.03
Si -0.002 0.009 -0.011
Si -0.005 -0.011 -0.021
Si -0.028 -0.002 -0.033
Si 0 -0.009 0.007
Si 0.023 0.012 -0.03
Si 0.069 0.019 0.004
Si 0.005 -0.005 -0.049
Si 0.015 -0.055 0
Si 0.009 0.048 0.011
Si -0.01 0.042 -0.017
Si -0.007 0.008 -0.053
Si -0.01 0.009 -0.034
Si 0.016 0 -0.028
Si 0.052 -0.033 -0.022
Si -0.027 0.013 -0.009
Si -0.019 0.035 -0.045
Si 0.008 -0.008 -0.021
Si 0.038 -0.015 -0.025
Si -0.04 0.036 -0.036
Si -0.016 0.023 0.008
Si 0.013 -0.004 -0.027
Si 0.016 -0.036 -0.03
Si 0.002 -0.001 -0.021
Si 0.05 -0.016 -0.024
Si -0.041 -0.038 -0.004
Si -0.011 0.007 0.017
Si 0.076 -0.07 0.022
Si -0.011 0.019 -0.055
Si -0.015 0.024 -0.031
Si -0.01 0.009 -0.014
Si 0.002 0.033 -0.006
Si 0.011 0.007 -0.041
Si -0.015 0.007 -0.025
Si 0.004 -0.014 -0.022
Si -0.022 0.009 -0.007
Si -0.02 0.02 -0.031
Si 0.022 -0.031 -0.009
Si -0.011 -0.015 -0.004
Si 0.013 -0.008 -0.027
Si 0.005 -0.011 0.004
Si 0.002 -0.013 -0.033
Si -0.016 -0.017 0.012
Si -0.009 -0.008 -0.029
Si 0.028 -0.012 -0.023
Si 0.016 -0.013 -0.008
Si -0.025 -0.008 -0.025
Si 0.011 -0.017 -0.012
Si 0.03 -0.009 -0.025
Si -0.036 -0.005 -0.007
Si 0 -0.029 0.019
Si -0.034 0.025 -0.018
Si -0.009 -0.018 -0.003
Si 0 -0.008 -0.004
Si -0.016 -0.01 -0.042
Si -0.006 -0.004 -0.031
Si -0.031 -0.003 -0.011
Si -0.049 0.009 0.041
Si -0.014 0.002 0.095
Si -0.011 0.005 0.051
Si 0.006 -0.026 0.063
Si 0.026 0.018 0.038
Si -0.004 -0.017 0.046
Si -0.02 0.003 0.046
Si 0.002 -0.014 0.027
Si 0.044 0.009 0.023
Si -0.028 -0.018 0.015
Si 0.014 0.025 0.056
Si 0.033 -0.042 0.007
Si 0.019 -0.024 0.034
Si -0.037 0.033 0.053
Si 0.023 -0.021 0.052
Si 0.02 0.012 0.061
Si 0.004 -0.004 0.014
Si -0.01 -0.017 0.027
Si -0.002 0.004 0.079
Si 0.044 0.031 0
Si -0.012 0.004 0.116
Si 0.003 0 0.033
Si 0.016 0.03 0.058
Si -0.075 -0.01 0.017
Si 0.037 -0.067 0.019
Si -0.014 -0.032 0.049
Si -0.006 -0.01 0.051
Si 0.001 0.002 0.05
Si 0.019 0.023 0.022
Si -0.016 -0.012 0.032
Si -0.027 0.036 0.019
Si 0.005 -0.004 0.042
Si -0.055 -0.051 0.054
Si -0.001 0.004 0.046
Si -0.024 -0.071 0.036
Si -0.011 0.015 0.051
Si -0.005 -0.042 0.022
Si -0.022 -0.032 0.07
Si -0.018 -0.004 0.049
Si 0.007 0.042 0.037
Si 0.029 0.049 0.026
Si -0.001 0.022 0.049
Si -0.003 -0.006 -0.007
Si 0.058 0.019 0.03
Si -0.021 0.03 0.064
Si -0.024 -0.008 0.048
Si 0.025 -0.009 0.041
Si -0.002 0.001 0.02
Si -0.023 0.011 0.076
Si 0.002 0.01 0.046
Si -0.058 0.012 0.032
Si 0.043 0.033 0.036
Si -0.029 0.021 0.052
Si 0.016 0.029 0.031
Si 0.033 -0.024 0.057
Si -0.02 -0.041 0.012
Si 0.008 0.034 0.011
Si -0.013 0.004 0.039
Si -0.007 -0.001 0.051
Si -0.02 -0.013 0.052
Si 0.017 0.024 0.036
Si 0.018 0.031 0.026
Si 0.03 -0.002 0.033
Si 0.015 0.03 0.026
Si 0.028 -0.03 0.019
Si 0.004 -0.024 0.016
Si 0.025 0.009 0.047
Si 0.002 0.009 0.021
Si -0.026 -0.001 0.065
Si 0 0.009 0.024
Si -0.024 -0.008 0.023
Si -0.011 0.013 0.075
Si 0.269 0.089 -0.72
Si -0.364 0.225 -0.687
Si 0.138 -0.13 -0.724
Si -0.251 0.28 -0.657
Si -0.208 0.15 -0.784
Si 0.094 -0.212 -0.748
Si -0.441 0.336 -0.706
Si 0.259 -0.218 -0.627
Si -0.535 0.374 -0.364
Si 0.562 -0.417 -0.319
Si -0.315 0.24 -0.807
Si -0.022 0.072 -0.607
Si 0.164 -0.076 -0.741
Si -0.039 0.247 -0.626
Si -0.212 0.2 -0.706
Si 0.34 -0.309 -0.709
Si -0.484 0.255 -0.539
Si 0.221 -0.357 -0.587
Si -0.226 0.195 -0.734
Si 0.261 -0.06 -0.647
Si 0.41 -0.271 -0.632
Si 0.071 -0.001 -0.695
Si 0.163 -0.262 -0.742
Si -0.371 0.63 -0.518
Si -0.274 0.034 -0.546
Si -0.034 -0.366 -0.777
Si -0.21 0.276 -0.672
Si 0.221 -0.15 -0.71
Si -0.297 0.232 -0.653
Si 0.356 -0.238 -0.673
Si -0.151 -0.019 -0.767
Si -0.093 0.027 -0.553
Si 0.081 -0.253 -0.735
Si -0.458 0.3 -0.66
Si -0.219 0.272 -0.773
Si 0.037 0.052 -0.667
Si -0.097 0.139 -0.743
Si 0.353 -0.029 -0.638
Si -0.02 0.086 -0.725
Si 0.366 -0.109 -0.58
Si 0.24 -0.399 -0.725
Si -0.149 -0.008 -0.754
Si 0.154 -0.088 -0.701
Si -0.374 -0.244 -0.825
Si -0.098 0.096 -0.739
Si -0.007 -0.04 -0.446
Si -0.179 0.008 -0.567
Si 0.075 0.046 -0.636
Si -0.162 0.049 -0.712
Si 0.138 -0.059 -0.784
Si -0.018 -0.051 -0.447
Si -0.052 -0.142 -0.716
Si -0.141 0.347 -0.809
Si 0.005 -0.309 -0.642
Si 0.1 -0.051 -0.617
Si -0.105 0.101 -0.647
Si 0.063 0.265 -0.67
Si 0.258 -0.086 -0.681
Si -0.213 0.109 -0.749
Si 0.356 -0.239 -0.669
Si -0.063 0.15 -0.69
Si 0.052 -0.35 -0.67
Si -0.3 0.174 -0.75
Si 0.223 -0.405 -0.731
Si 0.014 -0.148 -0.675
Si 0.017 0.182 -0.566
Si -0.176 0.143 -0.801
Si 0.264 -0.043 -0.758
Si -0.162 0.187 -0.727
Si 0.036 -0.208 -0.621
Si -0.086 0.217 -0.665
Si 0.095 -0.043 -0.767
Si -0.058 -0.057 0.084
Si -0.034 0.04 -0.173
Si -0.073 0.015 -0.083
Si -0.066 0.024 -0.005
Si 0.049 -0.056 -0.041
Si -0.073 0.111 0.191
Si 0.075 -0.026 -0.245
Si -0.063 -0.044 -0.082
Si 0.113 0.078 0.169
Si -0.019 0.018 0.057
Si -0.062 0.056 -0.05
Si 0.061 -0.067 -0.007
Si 0.063 -0.06 -0.216
Si 0.083 0.005 0.123
Si -0.084 0.08 0.145
Si 0.009 0.023 -0.135
Si -0.093 -0.08 -0.08
Si 0.082 -0.088 -0.196
Si -0.142 -0.01 -0.047
Si -0.016 -0.024 -0.168
Si -0.032 -0.074 0.069
Si 0.039 0.033 0.058
Si -0.012 -0.097 -0.007
Si 0.01 0.014 -0.072
Si 0.136 -0.081 0.048
Si -0.142 -0.076 0.217
Si 0.077 -0.041 -0.028
Si 0.048 0.029 -0.04
Si 0.09 0.15 -0.127
Si 0.117 -0.033 -0.087
Si 0.014 0.002 -0.006
Si -0.024 0.099 -0.131
Si 0.048 0.071 0.138
Si -0.117 0.042 -0.194
Si -0.075 0 -0.068
Si -0.042 -0.054 -0.063
Si -0.04 0.036 -0.138
Si -0.023 0.074 -0.119
Si -0.082 0.055 0.19
Si -0.123 0.021 0.085
Si -0.038 0.003 0.075
Si 0.019 -0.005 0.021
Si 0.027 -0.023 0.038
Si -0.07 0.119 0.104
Si -0.038 -0.038 -0.068
Si 0.01 0.04 -0.006
Si 0.075 -0.014 0.136
Si -0.154 0.097 -0.219
Si 0.042 -0.005 -0.314
Si -0.055 0.232 0.112
Si 0.032 0.093 0.155
Si 0.041 0.061 0.022
Si -0.011 -0.201 -0.003
Si -0.133 0.003 -0.203
Si -0.008 0.083 0.116
Si 0.075 0.02 -0.118
Si -0.022 -0.082 -0.169
Si 0.025 -0.061 -0.132
Si -0.041 -0.049 -0.048
Si -0.044 -0.066 -0.1
Si 0.033 -0.089 -0.087
Si 0.039 0.083 -0.212
Si -0.003 -0.03 -0.14
Si 0.067 -0.094 -0.003
Si 0.074 -0.001 -0.017
Si -0.015 0.035 0.185
Si 0.04 -0.145 -0.067
Si -0.103 0.02 -0.067
Si -0.192 0.067 0.1
Si -0.09 -0.018 -0.002
Si 0.083 0.046 -0.033
Si 0.02 0.004 -0.136
Si 0.083 0.021 0.145
Si 0.038 0.044 0.116
Si -0.151 0.107 -0.228
Si -0.014 -0.069 0.158
Si -0.05 -0.013 -0.041
Si 0.034 -0.064 -0.234
Si 0.076 0.003 -0.005
Si -0.021 -0.073 0.019
Si 0.073 -0.003 -0.2
Si 0.142 0.087 0.204
Si 0.021 0.007 -0.115
Si 0.085 0.011 0.012
Si 0.058 0.053 -0.064
Si 0.118 -0.075 -0.24
Si 0.106 0.005 -0.028
Si -0.044 -0.127 -0.024
Si -0.046 -0.05 0.242
Si 0.087 0.06 -0.016
Si 0.034 0.043 -0.06
Si 0.061 -0.035 -0.137
Si -0.037 -0.156 0.108
Si 0.063 0.055 0.07
Si -0.006 0.008 0.06
Si -0.069 -0.103 -0.094
Si -0.083 -0.022 0.045
Si 0.059 -0.021 0.008
Si -0.024 0.041 -0.142
Si 0.024 0.025 -0.309
Si 0.124 -0.014 -0.066
Si -0.02 -0.089 0.061
Si 0.008 0.022 0.023
Si -0.139 0.248 -0.008
Si -0.039 -0.079 0.093
Si -0.002 0.241 0.063
Si -0.044 0.02 0.029
Si -0.014 -0.018 -0.173
Si 0.041 0.053 0.019
Si 0.076 -0.034 0.182
Si 0.01 0.022 -0.007
Si -0.045 -0.015 -0.034
Si 0.017 -0.077 0.114
Si 0.001 -0.154 -0.123
Si -0.026 0.152 -0.025
Si 0.065 0.055 0.009
Si -0.061 0.015 0.165
Si -0.15 0.06 -0.144
Si 0.101 0.07 -0.081
Si 0.03 0.135 0.256
Si 0.014 0.109 0.074
Si -0.011 0.07 -0.12
Si -0.082 -0.088 -0.244
Si -0.027 0.089 -0.232
Si 0.042 0.027 -0.124
Si -0.023 0.285 0.166
Si -0.015 0.024 -0.056
Si 0.016 -0.03 -0.067
Si 0.042 -0.03 -0.063
Si -0.185 0.136 0.057
Si -0.055 -0.137 0.164
Si 0.159 -0.116 -0.237
Si -0.065 -0.049 -0.177
Si -0.04 0.036 -0.01
Si -0.036 -0.107 -0.103
Si -0.104 0.066 -0.05
Si 0.013 0.022 -0.013
Si -0.054 -0.006 0.053
Si 0.033 0.035 0.013
Si -0.041 0.042 0.054
Si 0.065 0.037 -0.01
Si 0.079 0.122 0.103
Si 0.069 -0.101 -0.065
Si 0.033 0.007 0.304
Si -0.016 -0.016 -0.137
Si 0.05 -0.149 0.089
Si 0.081 -0.055 0.01
Si 0.04 -0.09 0.095
Si -0.053 0.057 -0.244
Si 0.003 -0.002 0.077
Si 0.097 0.034 -0.031
Si -0.024 -0.007 0.165
Si -0.049 -0.012 -0.081
Si 0.055 0.009 -0.171
Si 0 -0.089 0.071
Si -0.052 0.067 -0.151
Si 0.083 -0.017 -0.293
Si 0.118 0.145 0.048
Si -0.104 -0.03 0.099
Si 0.008 0.005 0.129
Si 0.023 -0.023 0.015
Si 0.143 0.048 0.074
Si 0.015 0.021 0.262
Si -0.028 -0.15 -0.272
Si -0.033 -0.006 0.051
Si 0.021 0.021 0.08
Si 0.014 0.065 -0.023
Si -0.002 -0.03 0.17
Si -0.011 0.027 0.13
Si -0.058 0.065 0.122
Si 0.075 0.072 -0.157
Si 0.039 -0.091 -0.037
Si -0.123 0.033 0.075
Si -0.023 0 -0.045
Si 0.079 0.015 -0.014
Si -0.099 0.031 0.113
Si 0.139 -0.094 0.195
Si -0.004 -0.207 -0.17
Si -0.151 0.076 0.084
Si -0.079 -0.018 0.111
Si 0.049 0.065 -0.022
Si -0.057 -0.027 -0.086
Si 0.007 0.097 0.031
Si -0.001 0.024 0.332
Si 0.011 -0.001 0.103
Si 0.135 -0.114 0.132
Si 0.095 -0.01 0.102
Si -0.167 0.086 -0.053
Si 0.031 -0.041 0.296
Si -0.001 0.202 -0.021
Si 0.153 -0.043 -0.08
Si 0.049 -0.06 0.039
Si 0.095 0.003 -0.17
Si 0.007 0.061 0.12
Si -0.036 0.022 0.255
Si -0.072 -0.055 -0.089
Si -0.075 0.079 0.215
Si -0.149 -0.079 0.208
Si 0.038 0.023 0.004
Si -0.032 0.053 -0.063
Si 0.107 0.006 -0.057
Si -0.015 0.071 -0.037
Si -0.068 0.051 0.124
Si 0.029 0.072 -0.018
Si 0.039 0.077 0.003
Si 0.034 0.071 0.104
Si 0.084 -0.033 0.156
Si 0.085 0.019 0.154
Si -0.039 -0.058 0.018
Si -0.111 0.044 0.113
Si -0.063 -0.047 0.094
Si 0.049 -0.104 0.028
Si -0.04 -0.004 -0.032
Si -0.084 -0.02 0.036
Si 0.002 -0.057 -0.237
Si 0.038 -0.101 0.05
Si -0.04 0.045 -0.149
Si 0.064 -0.102 0.049
Si 0.006 -0.023 -0.273
Si 0.116 0 -0.143
Si 0.081 -0.067 -0.279
Si 0.088 -0.037 0.128
Si -0.101 0.024 0.218
Si 0.095 -0.039 0.072
Si 0.149 -0.051 -0.184
Si 0.043 0.018 0.224
Si 0.028 0.099 0.147
Si -0.046 -0.136 0.063
Si -0.039 -0.05 -0.049
Si -0.008 -0.026 -0.333
Si -0.106 -0.108 0.184
Si 0.044 -0.002 0.242
Si 0.214 -0.035 -0.118
Si -0.135 0.147 -0.254
Si 0.153 -0.013 0.223
Si 0.121 0.01 0.182
Si 0.007 -0.014 0.057
Si -0.012 0.094 0.268
Si -0.06 -0.077 -0.23
Si -0.031 0.029 -0.057
Si 0.065 0.038 0.054
Si 0.045 -0.069 -0.068
Si 0.007 -0.014 0.099
Si 0.106 0.087 0.112
Si 0.019 0.055 0.209
Si 0.025 0.053 -0.151
Si -0.01 0 0.095
Si 0.068 0.044 -0.068
Si -0.018 -0.065 -0.072
Si -0.159 0.044 -0.195
Si -0.048 -0.006 -0.187
Si -0.077 -0.004 0.095
Si -0.013 0.085 -0.061
Si 0.15 0.158 0.002
Si -0.027 -0.11 0.044
Si -0.042 -0.047 -0.034
Si 0.139 -0.065 0.026
Si -0.016 -0.044 -0.059
Si -0.103 0.093 -0.025
Si -0.02 -0.034 0.08
Si -0.025 0.145 0.022
Si -0.039 0.016 0.136
Si 0.096 0.056 -0.014
Si -0.08 0.01 0.108
Si -0.031 -0.03 0.11
Si 0.034 -0.016 -0.255
Si 0.047 0.048 -0.16
Si -0.083 -0.126 0.268
Si 0.019 -0.092 0.039
Si -0.026 -0.03 0.069
Si -0.017 0.009 -0.003
Si 0.101 0.113 -0.181
Si 0.055 -0.164 0.219
Si -0.162 0.058 -0.323
Si -0.009 0.039 -0.227
Si 0.068 0.108 -0.294
Si 0.05 0.085 -0.125
Si -0.042 -0.014 -0.068
Si -0.059 0.088 -0.278
Si 0.019 -0.036 -0.109
O -0.624 0.444 -0.087
O -0.05 0.405 0.249
O 0.388 0.208 -0.208
O 0.184 0.08 -0.271
O 0.352 0.226 -0.021
O -0.139 0.114 0.404
O 0.004 -0.114 -0.394
O -0.241 -0.192 -0.317
O 0.001 -0.375 0.027
O 0.01 0.463 0.292
O -0.146 -0.307 0.208
O -0.357 -0.171 0.248
O -0.193 -0.245 -0.304
O 0.004 0.113 -0.12
O -0.366 0.372 -0.164
O 0.079 -0.063 -0.069
O 0.129 -0.739 -0.119
O 0.244 0.026 -0.767
O -0.269 -0.034 -0.105
O -0.276 -0.365 -0.17
O -0.225 -0.297 -0.201
O 0.096 -0.225 0.521
O 0.363 0.116 -0.237
O 0.533 0.695 -0.211
O -0.096 -0.002 0.029
O 0.465 -0.675 -0.202
O 0.193 -0.409 0.065
O 0.439 0.294 -0.353
O -0.054 0.048 0.115
O 0.187 -0.034 0.226
O -0.008 0.125 -0.282
O -0.248 0.216 -0.476
O 0.188 0.323 -0.52
O 0.218 -0.159 0.292
O 0.286 -0.052 -0.343
O 0.662 0.188 0.143
O -0.19 0.012 -0.364
O -0.517 0.259 -0.309
O 0.089 0.423 0.174
O 0.104 0.265 0.103
O 0.081 -0.845 -0.021
O 0.103 -0.498 0.067
O 0.395 -0.055 0.158
O 0.53 0.439 0.116
O -0.046 0.134 -0.401
O -0.107 0.348 -0.373
O 0.087 -0.163 -0.15
O -0.122 -0.013 -0.379
O 0.511 0.338 -0.065
O 0.27 0.072 0.007
O 0.614 0.093 0.477
O 0.17 0.28 0.595
O -0.029 0.142 -0.165
O 0.002 -0.042 -0.267
O -0.236 0.513 -0.104
O 0.074 -0.093 -0.074
O 0.026 0.382 -0.408
O -0.458 -0.299 -0.295
O 0.412 -0.188 0.402
O 0.526 -0.342 0.415
O 0.206 -0.591 0.261
O 0.084 -0.098 -0.096
O -0.006 0.06 0.519
O -0.177 0.204 -0.519
O -0.102 -0.037 -0.018
O -0.159 -0.065 -0.291
O 0.404 0.05 0.13
O -0.099 0.088 -0.521
O -0.723 0.047 0.283
O -0.132 0.303 0.136
O 0.372 -0.137 0.37
O -0.471 0.27 -0.721
O -0.099 -0.229 0.505
O 0.021 -0.226 0.109
O -0.205 -0.12 -0.388
O 0.003 0.055 0.424
O -0.023 0.264 -0.607
O 0.089 -0.039 0.118
O -0.248 -0.097 -0.268
O 0.195 0.116 -0.211
O -0.364 -0.451 -0.779
O -0.139 0.219 0.115
O 0.329 0.062 0.014
O -0.112 0.187 0.08
O 0.452 0.202 -0.217
O -0.467 0.116 -0.712
O -0.251 0.215 -0.01
O -0.448 0.066 -0.45
O 0.217 -0.587 -0.165
O -0.008 -0.36 -0.188
O 0.002 -0.43 -0.023
O 0.095 -0.067 -0.446
O -0.258 -0.12 -0.145
O 0.139 -0.108 0.197
O -0.005 0.2 0.624
O 0.149 0.026 0.094
O -0.137 0.547 -0.307
O -0.596 0.314 -0.16
O 0.311 -0.064 -0.527
O 0.017 -0.009 -0.442
O 0.764 -0.409 -0.24
O 0.055 -0.385 -0.224
O 0.1 0.009 -0.279
O 0.108 -0.419 -0.15
O -0.034 -0.075 0.078
O 0.682 0.094 -0.311
O -0.007 0.327 -0.397
O -0.164 0.119 -0.465
O -0.474 -0.052 -0.055
O -0.272 -0.154 0.523
O -0.183 0.593 -0.003
O -0.568 0.205 0.633
O 0.074 -0.138 -0.42
O -0.134 0.17 -0.614
O -0.522 -0.312 0.455
O 0.169 -0.283 -0.478
O -0.403 -0.188 -0.09
O -0.35 0.676 0.186
O 0.327 -0.267 0.299
O 0.157 -0.079 -0.274
O -0.277 0.602 -0.357
O 0.161 -0.275 0.248
O 0.073 -0.01 0.088
O 0.083 -0.087 -0.077
O 0.211 -0.016 -0.147
O -0.301 -0.018 -0.537
O 0.434 -0.003 -0.079
O 0.154 -0.097 -0.044
O -0.44 0.145 0.005
O 0.32 -0.183 -0.087
O 0.289 0.21 0.332
O -0.216 -0.03 -0.522
O -0.041 0.201 -0.099
O -0.048 -0.266 -0.259
O -0.266 -0.044 -0.335
O 0.169 0.257 -0.237
O 0.411 0.205 -0.31
O 0.199 -0.26 0.113
O 0.631 -0.106 -0.245
O 0.227 -0.125 -0.416
O 0.439 -0.205 0.64
O 0.12 -0.16 -0.136
O 0.066 -0.34 -0.009
O 0.093 -0.576 -0.282
O 0.017 0.525 0.346
O -0.129 0.187 0.317
O -0.548 0.357 -0.032
O -0.389 0.245 -0.409
O -0.205 -0.332 -0.236
O 0.005 -0.166 0.227
O 0.523 -0.341 0.069
O 0.027 -0.144 0.529
O -0.205 0.138 0.115
O -0.195 0.034 0.351
O -0.239 -0.201 0.543
O -0.087 0.025 0.427
O 0.157 -0.473 -0.139
O 0.416 -0.097 -0.041
O -0.374 -0.121 0.165
O 0.188 0.575 0.162
O -0.147 0.117 0.603
O 0.532 0.274 -0.366
O -0.048 0.342 -0.518
O 0.097 0.125 0.213
O 0.212 0.119 0.22
O -0.179 0.111 0.478
O 0.237 0.05 -0.834
O -0.161 0.272 0.441
O 0.1 -0.675 0.166
O -0.335 0.248 0.286
O -0.169 -0.445 0.354
O 0.072 -0.287 0.599
O -0.317 0.107 -0.492
O -0.278 -0.548 0.205
O -0.219 -0.139 -0.019
O -0.226 0.052 0.522
O -0.336 0.013 0.227
O 0.274 -0.368 -0.116
O -0.524 0.344 0.09
O 0.076 -0.081 0.112
O 0.208 0.411 0.305
O -0.26 -0.51 0.137
O 0.076 -0.325 0.06
O -0.249 0.254 -0.316
O 0.07 -0.128 0.141
O -0.2 0.414 -0.21
O -0.258 0.228 0.678
O 0.244 0.333 0.071
O 0.043 0.039 -0.582
O -0.283 -0.01 0.549
O -0.045 0.498 -0.008
O 0.299 0.074 0.011
O -0.489 0.074 0.086
O 0.614 -0.068 -0.43
O -0.217 0.236 0.527
O -0.073 -0.233 0.494
O 0.799 -0.18 0.45
O 0.246 -0.211 0.073
O 0.248 0.584 0.184
O 0.02 -0.018 0.556
O 0.067 0.13 -0.147
O -0.556 0.41 0.215
O 0.392 -0.2 0.038
O 0.703 -0.245 -0.213
O 0.058 -0.447 0.166
O 0.145 0.141 -0.328
O 0.218 0.156 -0.076
O -0.053 -0.114 0.093
O 0.265 -0.224 -0.355
O 0.104 -0.512 0.015
O -0.39 0.398 0.007
O 0.127 -0.074 0.054
O -0.032 -0.087 0.501
O -0.19 0.376 0.089
O -0.07 0.28 0.34
O 0.123 -0.058 0.076
O 0.191 0.253 0.383
O -0.342 0.374 -0.009
O 0.096 -0.443 -0.418
O 0.175 -0.529 0.449
O 0.019 0.116 0.508
O -0.236 0.694 0.21
O 0.082 0.06 0.546
O 0.14 -0.122 -0.419
O 0.628 0.138 0.378
O -0.019 0.026 0.388
O -0.352 0.052 0.178
O -0.352 -0.457 0.331
O -0.146 -0.019 -0.141
O 0.102 0.417 0.035
O 0.006 -0.418 0.045
O 0.038 0.247 0.577
O 0.197 -0.135 -0.172
O -0.234 -0.141 0.021
O 0.185 0.047 0.611
O 0.64 -0.225 0.062
O 0.152 -0.268 -0.03
O -0.352 -0.278 0.316
O 0.131 -0.223 0.145
O -0.311 -0.15 -0.04
O -0.11 -0.237 0.392
O -0.008 -0.126 0.652
O 0.419 -0.106 -0.147
O 0.072 0.634 -0.338
O 0.319 0.337 -0.003
O 0.06 -0.315 0.154
O -0.01 0.336 -0.571
O -0.276 0.361 -0.482
O -0.695 0.289 0.108
O -0.072 0.006 0.606
O 0.165 -0.525 0.106
O -0.251 -0.602 -0.296
O -0.572 0.378 0.152
O 0.165 -0.441 0.142
O 0.163 0.422 0.393
O -0.349 -0.044 0.206
O 0.186 0.343 -0.13
O -0.109 0.253 0.299
O 0.449 0.437 0.013
O 0.04 0.059 0.466
O -0.627 0 -0.39
O 0.22 -0.272 0.551
O 0.289 -0.146 -0.251
O 0.3 -0.443 0.232
O -0.013 0.069 0.537
O 0.306 -0.073 0.591
O -0.595 -0.203 -0.039
O -0.056 0.005 -0.046
O -0.122 -0.169 0.266
O -0.497 -0.224 0.388
O -0.09 0.187 -0.434
O 0.347 -0.338 0.284
O -0.093 0.349 0.383
O -0.339 0.059 -0.693
O 0.106 0.293 -0.273
O -0.178 0.325 -0.002
O -0.308 -0.488 -0.054
O 0.117 -0.117 0.542
O -0.134 -0.449 -0.046
O -0.378 0.102 -0.447
O -0.411 -0.209 0.719
O -0.255 -0.606 0.42
O -0.005 0.664 0.109
O -0.095 0.107 0.16
O 0.241 -0.139 -0.014
O -0.362 -0.388 0.214
O 0.431 -0.309 -0.048
O -0.119 -0.232 0.53
O -0.569 -0.381 0.081
O -0.258 0.036 0.132
O -0.492 0.076 0.144
O -0.431 0.24 0.163
O -0.451 0.007 -0.247
O 0.043 0.438 0.305
O 0.367 -0.12 -0.04
O -0.526 -0.211 -0.093
O -0.212 0.036 -0.448
O 0.323 -0.011 0.084
O -0.401 -0.406 -0.317
O 0.243 -0.573 0.221
O 0.094 -0.076 -0.26
O -0.085 -0.324 0.264
O -0.433 0.092 0.095
O 0.233 -0.01 -0.421
O -0.094 -0.099 -0.728
O -0.204 -0.214 0.185
O 0.207 -0.236 0.271
O 0.156 0.9 0.167
O -0.061 -0.233 -0.507
O -0.231 0.208 -0.154
O -0.045 0.023 -0.09
O -0.049 0.022 -0.111
O 0.08 -0.015 -0.113
O 0.299 0.433 0.038
O -0.537 0.034 -0.032
O 0.512 0.261 -0.202
O -0.274 0.175 0.62
O -0.518 -0.463 0.109
O 0.581 0.022 0.315
O -0.141 0.267 0.03
O -0.367 0.396 -0.333
O -0.261 0.615 -0.077
O -0.237 -0.6 -0.162
O 0.094 -0.147 -0.719
O 0.521 0.321 0.032
O -0.262 -0.061 0.462
O 0.18 -0.228 0.135
O 0.2 0.004 -0.363
O -0.276 -0.289 -0.239
O 0.072 0.118 -0.229
O -0.034 0.31 0.198
O 0.037 -0.603 0.566
O 0.083 0.176 0.116
O 0.156 -0.149 -0.173
O -0.166 -0.121 -0.744
O -0.524 0.084 -0.173
O -0.076 0.324 0.286
O 0.232 -0.399 -0.279
O -0.52 -0.072 -0.042
O 0.536 0.255 0.516
O -0.075 0.367 0.179
O 0.18 0.203 -0.052
O -0.191 -0.403 0.257
O 0.398 -0.046 -0.017
O 0.105 0.001 -0.252
O -0.039 -0.151 0.067
O 0.193 0.618 0.257
O 0.242 0.226 0.033
O -0.069 0.168 -0.562
O 0.016 0.081 0.426
O -0.009 0.003 -0.589
O -0.013 -0.495 0.279
O 0.255 0.006 0.063
O 0.183 -0.175 0.753
O 0.483 0.388 -0.392
O -0.484 0.2 0.153
O -0.546 0.36 0.249
O 0.175 -0.518 0.204
O -0.1 -0.543 0.616
O 0.245 -0.635 0.357
O 0.039 0.493 -0.367
O 0.238 0.172 0.449
O -0.185 0.023 0.15
O -0.243 -0.442 0.738
O 0.434 0.032 0.492
O 0.116 -0.256 0.117
O 0.154 0.018 0.062
O -0.314 -0.031 0.696
O -0.308 0.617 0.197
O 0.335 0.001 0.293
O -0.065 0.577 -0.116
O -0.535 0.5 -0.046
O -0.478 0.537 -0.274
O 0.396 0.199 -0.013
O -0.142 -0.709 0.172
O 0.204 -0.226 -0.059
O 0.2 0.399 0.197
O -0.132 0.02 0.134
O 0.134 0.424 -0.072
O 0.056 -0.279 0.189
O 0.317 0.238 -0.243
O 0.24 -0.229 0.107
O -0.063 -0.419 0.283
O 0.079 0.076 0.46
O 0.145 -0.606 0.263
O 0.526 0.181 -0.035
O -0.047 0.07 0.185
O -0.321 -0.388 0.012
O 0.121 0.009 0.771
O -0.017 0.353 -0.3
O -0.333 -0.132 -0.243
O -0.23 -0.153 0.52
O -0.376 -0.124 0.379
O -0.005 -0.525 -0.106
O -0.091 0.312 -0.743
O 0.511 0.219 0.204
O -0.108 -0.408 -0.442
O 0.433 -0.316 -0.134
O -0.169 0.611 0.167
O 0.084 -0.232 -0.067
O -0.129 -0.182 0.208
O -0.043 0.278 -0.33
O -0.379 -0.301 -0.29
O -0.017 0.007 0.331
O 0 0.424 -0.481
O -0.268 -0.221 -0.139
O -0.499 -0.036 -0.402
O 0.173 0.355 -0.16
O 0.323 -0.113 -0.07
O 0.141 -0.245 0.305
O -0.298 -0.294 -0.311
O -0.047 0.123 0.65
O -0.017 0.452 0.34
O 0.042 -0.572 0.268
O 0.39 -0.002 -0.67
O 0.108 0.187 0.207
O -0.121 -0.358 -0.627
O 0.202 0.569 0.091
O -0.07 -0.087 0.083
O 0.352 -0.371 -0.442
O -0.428 0.168 0.08
O 0.322 0.065 0.422
O -0.131 -0.411 0.144
O 0.213 -0.397 -0.054
O -0.339 0.062 0.333
O 0.35 -0.216 0.539
O -0.153 0.072 0.121
O 0.226 -0.545 0.11
O -0.151 -0.414 0.34
O 0.111 -0.095 -0.077
O 0.03 0.293 -0.105
O -0.105 -0.149 0.156
O -0.29 -0.091 -0.271
O -0.054 -0.099 0.286
O 0.031 0.237 -0.502
O 0.203 -0.073 0.518
O -0.359 0.162 -0.38
O 0.067 0.56 -0.513
O -0.54 -0.392 -0.011
O -0.101 -0.011 -0.035
O 0.117 -0.334 -0.48
O -0.174 0.117 0.206
O -0.05 -0.129 -0.595
O 0.191 -0.004 0.656
O -0.207 0.362 0
O 0.188 -0.152 -0.454
O -0.005 0.373 0.247
O 0.453 0.082 0.244
O 0.16 -0.674 -0.16
O 0.474 0.219 -0.23
O -0.298 0.444 0.211
O -0.098 0.083 0.324
O 0.375 0.089 -0.126
O -0.398 -0.223 0.258
O -0.421 0.147 -0.097
O -0.063 0.094 -0.435
O -0.635 0.304 0.141
O 0.528 -0.02 0.746
O 0.145 0.083 -0.258
O -0.3 0.461 0.216
O -0.161 0.026 -0.171
O 0.218 -0.064 -0.437
O 0.212 -0.634 0.062
O 0.014 -0.131 -0.071
O 0.457 0.064 -0.302
O 0.04 -0.67 0.111
O -0.464 0.254 0.616
O 0.28 -0.247 0.54
O -0.43 0.146 -0.518
O -0.231 -0.708 -0.379
O 0.019 -0.277 -0.361
O -0.407 0.389 0.366
O -0.175 -0.144 -0.382
O -0.362 0.096 -0.277
O 0.122 -0.415 0.063
O 0.134 -0.121 -0.516
O 0.134 0.138 0.081
O 0.346 -0.104 0.392
O -0.502 0.431 0.079
O -0.085 -0.416 0.022
O -0.141 0.733 -0.191
O 0.244 0.006 0.059
O 0.053 -0.116 -0.207
O -0.302 0.057 0.262
O 0.05 0.231 -0.48
O 0.631 0.162 0.033
O -0.039 -0.542 -0.113
O 0.082 -0.594 0.019
O -0.705 -0.356 0.049
O -0.038 0.2 0.096
O -0.034 0.077 0.407
O 0.345 -0.215 0.119
O -0.418 -0.466 -0.267
O -0.069 0.456 -0.113
O 0.108 0.418 -0.309
O 0.552 -0.006 -0.107
O -0.033 -0.257 0.393
O 0.08 0.005 0.171
O 0.479 0.292 -0.492
O -0.196 -0.028 0.085
O -0.121 0.607 -0.058
O -0.263 -0.109 0.336
O 0.046 -0.683 0.195
O 0.014 0.063 -0.332
O 0.011 0.098 0.756
O -0.546 0.255 -0.106
O -0.062 0.092 -0.123
O 0.202 -0.708 -0.008
O 0.241 -0.266 -0.037
O -0.7 0.273 -0.183
O -0.071 0.336 -0.752
O 0.39 0.591 0.166
O 0.242 -0.504 -0.087
O 0.28 -0.192 0.612
O -0.363 -0.174 0.079
O -0.364 -0.011 0.58
O 0.041 0.048 0.451
O -0.056 0.304 -0.148
O 0.121 -0.118 -0.035
O -0.207 -0.497 -0.826
O -0.28 0.154 -0.923
O 0.714 0.538 -0.045
O -0.264 -0.045 -0.098
O -0.163 0.385 -0.484
O 0.217 -0.243 0.001
O -0.111 0.013 -0.143
O 0.425 0.184 -0.281
O 0.14 0.475 -0.426
O 0.604 -0.083 -0.124
O -0.064 -0.468 -0.533
O -0.252 -0.253 0.068
O 0.178 0.09 -0.407
O -0.449 -0.064 0
O -0.017 -0.089 -0.643
O -0.149 -0.288 -0.275
O -0.075 0.459 0.52
O 0.211 -0.035 0.324
O 0.347 0.67 -0.222
O -0.24 -0.031 -0.399
O -0.093 -0.62 -0.237
O -0.198 0.127 0.127
O 0.164 -0.077 -0.622
O 0.096 -0.183 0.413
O -0.464 -0.044 0.328
O -0.322 -0.257 -0.072
O 0.575 -0.333 0.263
O 0.025 -0.42 0.218
O -0.029 0.745 -0.52
O -0.345 0.253 0.098
O 0.041 0.123 0.444
O 0.304 0.091 0.515
O -0.447 0.173 0.085
O -0.034 -0.452 -0.188
O 0.118 0.561 0.171
O 0.074 0.248 -0.406
O 0.094 0.096 0.313
O -0.325 0.446 0.101
O -0.024 0.147 -0.152
O -0.075 0.162 -0.246
O 0.119 -0.417 0.381
O 0.055 -0.44 -0.815
O 0.057 0.108 0.003
O 0.126 0.344 -0.217
O -0.259 -0.443 0.088
O 0.275 0.07 0.153
O -0.32 0.46 -0.217
O -0.564 0.114 0.224
O 0.508 0.209 0.407
O -0.316 -0.075 0.376
O 0.361 -0.192 0.373
O 0.024 -0.004 0.134
O 0.115 -0.14 0.72
O -0.08 0.294 0.378
O 0.182 -0.274 -0.401
O 0.115 0.06 0.504
O 0.004 0.234 0.12
O 0.354 0.027 0.408
O 0.297 -0.217 -0.088
O 0.066 0.179 -0.184
O 0.235 0.249 -0.285
O -0.184 -0.177 0.19
O 0.023 -0.303 -0.059
O 0.181 -0.194 -0.527
O -0.04 -0.453 0.014
O 0.318 0.099 -0.048
O -0.429 0.312 0.34
O -0.114 -0.372 0.323
O -0.079 0.018 0.02
O -0.529 -0.197 0.285
O -0.084 0.07 0.602
O 0.108 0.094 0.201
O -0.014 -0.468 0.178
O -0.343 -0.018 -0.093
O -0.166 0.423 -0.395
O 0.035 0.117 0.082
O 0.436 0.113 -0.347
O -0.38 -0.229 -0.615
O -0.265 -0.168 -0.209
O 0.147 0.047 0.001
O -0.24 -0.148 -0.714
O -0.046 -0.424 -0.41
O 0.007 -0.106 0.355
O 0.563 0.1 0.195
O 0.577 -0.301 -0.227
O 0.196 -0.07 -0.641
O 0.136 0.027 0.278
O 0.048 0.507 -0.476
O 0.559 0.219 -0.364
O -0.651 0.282 0.417
O -0.156 -0.51 -0.284
O -0.221 -0.187 -0.363
O 0.032 -0.316 0.852
O -0.333 -0.272 -0.61
O 0.067 -0.09 0.105
O 0.366 0.389 -0.536
O -0.398 -0.248 0.653
O 0.174 0.176 -0.305
O -0.139 -0.332 -0.106
O -0.596 0.054 0.123
O 0.033 0.412 0.419
O 0.508 -0.018 -0.308
O 0.18 0.404 -0.144
O 0.478 0.298 0.267
O 0.215 0.392 -0.561
O 0.067 -0.136 -0.416
O 0.263 0.386 -0.13
O 0.004 0.257 0.649
O 0.501 -0.645 -0.024
O 0.233 -0.154 0.072
O 0.119 -0.164 -0.302
O 0.163 0.7 -0.041
O -0.432 -0.07 -0.476
O -0.176 -0.068 0.877
O -0.44 0.152 -0.063
O 0.427 -0.008 0.086
O 0.334 0.285 0.134
O -0.386 0.195 0.438
O -0.323 0.173 0.727
O -0.163 0.452 0.517
O -0.334 -0.057 0.503
O 0.235 -0.272 0.354
O -0.224 -0.067 -0.5
O -0.447 0.296 -0.318
O 0.366 0.212 0.613
O -0.055 -0.737 0.151
O -0.307 0.196 -0.579
O -0.049 0.4 -0.437
O 0.046 -0.238 0.133
O -0.096 -0.374 -0.405
O -0.099 -0.113 -0.023
O 0.107 -0.662 -0.126
O -0.105 -0.196 -0.211
O -0.02 0.118 0.103
O -0.288 0.176 0.396
O -0.147 0.58 0.371
O 0.393 -0.507 0.273
O -0.204 0.56 0.155
O -0.386 -0.155 -0.421
O 0.244 -0.052 -0.44
O -0.639 -0.098 -0.003
O -0.225 -0.01 0.011
O 0.151 0.069 -0.331
O -0.047 -0.085 0.504
O 0.246 0.043 -0.021
O -0.018 -0.096 0.362
O 0.434 0.392 0.059
O 0.025 0.237 0.232
O -0.309 0.393 0.101
O -0.39 0.102 0.27
O -0.258 -0.274 -0.345
O -0.1 0.61 0.178
O 0.523 0.028 0.329
O 0.117 0.036 0.072
O -0.196 0.491 -0.502
O 0.15 0.144 -0.65
O 0.031 0.638 0.44
O -0.264 0.184 0.423
O 0.262 0.14 -0.242
O -0.095 0.44 -0.524
O 0.378 -0.251 0.06
O -0.073 -0.225 0.249
O -0.313 -0.067 0.172
O -0.165 0.558 -0.633
O 0.071 0.013 0.065
O 0.404 0.042 -0.26
O 0.38 -0.301 -0.167
O -0.515 -0.438 0.107
O -0.245 -0.041 0.417
O -0.348 0.472 -0.344
O 0.225 0.009 -0.181
O -0.211 0.371 -0.561
O 0.14 0.191 -0.638
O 0.423 -0.488 0.332
O 0.526 0.193 -0.337
O 0.586 -0.011 0.125
O 0.368 0.467 -0.411
O 0.266 0.232 -0.54
O 0.104 -0.487 0.051
O -0.043 0.063 -0.18
O 0.463 0.333 -0.369
O 0.06 0.107 0.394
O 0.202 0.341 -0.244
O 0.4 0.158 -0.174
O -0.407 -0.173 -0.462
Si -0.007 -0.008 -0.01
Si -0.001 0.004 -0.006
Si 0.001 -0.013 0.005
Si -0.003 -0.007 -0.014
Si 0.01 0.001 -0.002
Si -0.004 -0.005 -0.005
Si -0.01 -0.009 0.003
Si 0.002 -0.014 0.009
Si 0.017 0.009 0.011
Si 0.004 0.012 0.002
Si 0.001 -0.012 -0.006
Si 0 0.01 0.004
Si 0.002 0.001 -0.005
Si -0.005 0.002 0.01
Si -0.017 -0.025 0.003
Si 0.007 -0.008 -0.011
Si 0.016 0.023 0.012
Si -0.018 -0.014 -0.003
Si -0.026 -0.011 0.006
Si 0.009 0.003 0.009
Si 0.008 0.009 0.006
Si -0.004 0.014 -0.012
Si -0.002 -0.002 0.001
Si -0.01 0.007 -0.003
Si 0.012 0.011 0.012
Si 0.027 0.012 0.001
Si 0.008 0.001 0.001
Si -0.016 -0.007 0
Si -0.003 0.011 -0.003
Si -0.006 -0.008 -0.004
Si -0.004 0.001 0.001
Si -0.017 0.011 -0.01
Si -0.011 0 -0.012
Si 0.007 -0.006 -0.006
Si 0.007 -0.004 -0.003
Si 0.018 0.018 -0.002
Si 0.003 0.002 0.004
Si 0.011 0.005 -0.001
Si 0.015 0.015 0.01
Si -0.002 -0.011 0.002
Si -0.023 -0.021 -0.008
Si 0.002 -0.005 -0.002
Si -0.005 0.006 0.01
Si -0.012 0 -0.007
Si -0.005 -0.003 0.002
Si -0.004 -0.016 -0.004
Si -0.014 -0.016 -0.008
Si -0.013 -0.01 0.002
Si -0.002 0.01 0.013
Si -0.002 0.019 0.003
Si -0.002 0.01 -0.008
Si -0.014 -0.023 -0.003
Si 0.02 0.005 0.001
Si 0.004 0.01 -0.001
Si 0.012 0.015 -0.004
Si 0.013 0.006 -0.005
Si 0.028 0.005 0.002
Si 0.002 0.005 -0.003
Si -0.007 0.002 0
Si -0.001 0.003 0
Si -0.002 0.009 -0.003
Si -0.003 -0.014 -0.001
Si 0.002 -0.004 -0.003
Si 0.009 0.014 0.003
Si -0.016 -0.004 -0.002
Si 0.02 0.018 -0.005
Si 0.008 0.01 0.009
Si -0.016 -0.004 0.007
Si -0.004 0.001 -0.003
Si 0.015 0.003 0.001
Si -0.015 -0.017 0.001
Si -0.006 -0.011 0.005
Si 0.01 0.009 -0.007
Si 0.018 -0.013 0.006
Si 0.001 0.011 0.006
Si 0.002 0.015 0.007
Si -0.005 -0.012 0.002
Si -0.008 0.005 0.002
Si 0 0.003 -0.001
Si -0.019 -0.003 -0.011
Si -0.001 -0.01 0.003
Si 0.001 0.007 -0.006
Si 0.002 0.014 0.004
Si 0.005 -0.014 0.002
Si -0.02 -0.007 -0.001
Si -0.021 -0.009 0
Si 0.004 0.01 0.001
Si -0.01 -0.012 -0.004
Si -0.004 -0.006 0.002
Si 0.011 -0.001 0.004
Si 0.014 -0.01 -0.013
Si -0.004 0.008 0.008
Si 0.002 0.007 0.001
Si 0.01 -0.007 0.006
Si 0.002 -0.005 0.011
Si -0.016 0.008 0
Si 0.001 -0.014 0.008
Si -0.023 0.012 0.005
Si 0.003 -0.018 0.004
Si 0.002 -0.005 -0.001
Si 0.017 -0.003 0.008
Si 0.019 0.007 -0.003
Si -0.012 0.004 0.005
Si 0.013 0.002 0.015
Si 0.008 0.012 0
Si 0.014 -0.009 0.005
Si -0.003 -0.002 -0.003
Si 0.012 0.001 0.001
Si 0 0.019 0.007
Si 0.005 0.01 -0.001
Si 0.005 -0.009 0.006
Si 0.009 0.001 0.001
Si 0.01 0.012 -0.006
Si -0.001 -0.008 -0.005
Si -0.016 -0.006 0.015
Si 0.002 -0.016 -0.003
Si -0.007 -0.006 0.007
Si -0.013 0.003 -0.004
Si 0.012 0.002 -0.011
Si 0.007 -0.011 0.005
Si 0.001 -0.019 0.008
Si 0.002 -0.004 0.007
Si 0.01 -0.002 0.002
Si 0.006 -0.009 0.003
Si -0.016 0.004 0.001
Si -0.01 0.001 0.004
Si 0.012 0.018 0.004
Si 0.019 0.005 0.002
Si -0.024 0.001 0.01
Si -0.012 0 0.003
Si 0.005 -0.008 0.002
Si -0.011 -0.002 0.004
Si 0.005 -0.013 0.009
Si -0.014 0.01 0.007
Si -0.012 -0.009 0.003
Si -0.01 -0.006 0.009
Si -0.003 -0.002 0.006
Si 0.003 0.009 0.001
Si -0.006 0.001 -0.005
Si 0.006 -0.009 0.002
Si 0.018 0.003 0.003
Si 0.009 0.016 0.004
Si 0.003 0.013 0
Si -0.005 0.001 0.004
Si -0.006 -0.009 -0.004
Si -0.014 -0.001 -0.017
Si 0 0 -0.005
Si 0.004 -0.026 0.003
Si 0.002 -0.004 -0.007
Si 0.009 -0.001 0.004
Si -0.008 0.006 0
Si 0.01 -0.01 -0.002
Si 0.008 0.008 0.007
Si 0.012 0.005 0.003
Si 0.01 -0.005 0.002
Si -0.004 -0.001 -0.004
Si -0.004 0.005 -0.003
Si 0.011 -0.006 -0.003
Si -0.011 0.006 -0.012
Si -0.011 -0.005 -0.004
Si 0.004 -0.009 -0.006
Si -0.015 0.015 -0.004
Si 0.001 0.007 0.006
Si -0.009 0.01 -0.003
Si -0.013 0.005 -0.002
Si -0.004 0.006 -0.004
Si 0.004 0.001 -0.002
Si -0.006 -0.002 0.007
Si 0.002 0.014 -0.006
Si 0.013 0.011 0.002
Si 0.018 -0.016 0.006
Si 0.011 -0.008 0.002
Si -0.004 -0.001 0.004
Si -0.021 0.001 -0.009
Si 0.007 0 -0.001
Si 0.006 0.006 -0.007
Si -0.017 0.01 -0.011
Si -0.009 0.005 -0.007
Si 0.011 0.002 -0.01
Si 0.023 -0.012 -0.008
Si 0.015 0.003 -0.01
Si 0.006 0 0
Si -0.016 0.003 0.005
Si -0.02 0.026 0.008
Si -0.003 -0.006 -0.006
Si 0.013 -0.01 -0.012
Si -0.013 -0.011 -0.011
Si 0.005 0.015 0.001
Si -0.012 -0.001 0.001
Si -0.009 -0.012 -0.002
Si 0.003 0.01 -0.005
Si 0 0.007 -0.004
Si -0.007 -0.005 0
Si -0.002 0.007 0
Si 0.013 -0.011 -0.004
Si -0.007 -0.009 -0.005
Si -0.018 0.021 0.003
Si 0.001 0.013 0.005
Si 0.03 0.005 -0.01
Si -0.007 -0.009 0
Si 0.015 -0.016 -0.007
Si 0.019 0.013 -0.003
Si -0.004 -0.008 -0.004
Si -0.01 -0.005 0.003
Si 0.002 -0.001 0.003
Si 0.016 0.01 -0.005
Si -0.002 -0.011 0.001
Si 0.012 0.003 0.002
Si -0.002 0.004 -0.005
Si -0.005 -0.017 -0.001
Si -0.012 0.002 0.001
Si 0.012 0.005 0.004
Si 0.005 0.009 -0.005
Si -0.02 -0.006 -0.005
Si -0.008 -0.004 -0.007
Si -0.004 -0.003 -0.003
Si 0.015 0.023 0.004
Si 0.017 0.004 0
Si -0.008 -0.011 0.01
Si -0.001 0.012 -0.002
Si -0.006 0.002 -0.002
Si -0.017 -0.013 0
Si -0.005 -0.012 -0.005
Si -0.004 -0.003 -0.003
Si 0.005 0 0
Si 0.003 0.004 -0.008
Si -0.001 0.008 0.003
Si 0.001 0.003 0.006
Si -0.015 -0.003 0.009
Si -0.03 -0.006 0.003
Si 0.008 -0.003 -0.003
Si 0.003 -0.014 0.001
Si -0.001 -0.001 -0.001
Si 0.009 -0.005 0.008
